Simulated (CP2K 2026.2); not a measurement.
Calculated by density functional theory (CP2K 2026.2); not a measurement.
Periodic cell of 2016 atoms, Si1440O576, from a study of silicon, its oxide and their interface. The atomic structure is a simulated model.
Doubt: the forces sum to 3.33 eV/angstrom along one axis rather than to zero, so they err by at least 0.0017 eV/angstrom per atom on average; the grid cutoff is modest.

Settings: functional PBE; method Gaussian and plane waves; basis set DZVP-MOLOPT-SR-GTH; pseudopotentials GTH-PBE; grid cutoff 300 Ry, relative cutoff 40 Ry; k points Gamma only; occupations fixed; spin none; net charge 0.

Cell vectors (angstrom)
a 65.28 0 0
b 0 16.32 0
c 2.5296 -2.4413 33.3072

Atoms and the computed forces on them: element, x, y, z (angstrom), force x, y, z (eV/angstrom)
Si 1.225 -1.111 -0.106 0.227 -0.181 0.67
Si 4.454 1.101 -0.03 -0.21 0.131 0.765
Si 1.102 4.38 -0.135 0.21 -0.118 0.721
Si 3.845 7.324 0.089 0.158 -0.412 0.662
Si 1.572 -6.912 0.436 -0.136 0.011 0.637
Si 4.59 -4.635 0.274 -0.004 0.141 0.611
Si 6.704 -1.123 -0.001 0.129 -0.278 0.71
Si 9.188 1.678 -0.078 0.275 -0.2 0.763
Si 6.899 3.9 -0.121 -0.179 0.305 0.68
Si 9.027 7.37 -0.221 0.136 -0.136 0.673
Si 6.83 9.516 0.407 0.084 -0.055 0.458
Si 9.57 12.018 0.083 -0.024 0.21 0.712
Si 12.578 -1.579 0.047 -0.011 -0.073 0.632
Si 14.841 1.497 0.104 0.282 -0.126 0.728
Si 12.633 3.745 -0.003 -0.233 0.201 0.739
Si 15.2 6.48 0.068 -0.044 0.195 0.705
Si 11.901 9.948 -0.094 0.125 -0.254 0.743
Si 14.743 -3.853 -0.214 0.141 -0.125 0.671
Si 17.928 -1.561 -0.055 -0.143 0.221 0.748
Si 20.765 1.153 0.096 -0.147 -0.009 0.755
Si 17.529 4.404 0.039 0.071 -0.227 0.732
Si 20.162 7.101 -0.003 0.213 -0.114 0.785
Si 18.039 -6.936 0.057 -0.229 0.012 0.684
Si 20.147 -3.835 -0.229 0.369 -0.184 0.733
Si 23.083 -0.953 -0.255 0.147 -0.276 0.661
Si 25.616 1.937 0.12 0.135 -0.351 0.741
Si 23.277 4.009 0.224 -0.217 0.131 0.739
Si 25.596 6.92 0.15 0.179 -0.075 0.671
Si 23.548 -7.004 0.069 -0.231 0.058 0.626
Si 25.957 11.891 0.014 -0.079 0.329 0.645
Si 28.753 -1.275 -0.09 0.049 -0.27 0.676
Si 31.115 1.691 0.185 0.253 -0.319 0.674
Si 28.861 3.867 0.371 -0.172 0.127 0.802
Si 31.362 6.535 0.006 0.127 0.107 0.771
Si 28.185 9.681 0.04 0.271 -0.191 0.815
Si 31.331 11.897 0.407 -0.219 0.308 0.634
Si 33.903 -1.441 0.619 -0.006 0.009 0.616
Si 36.643 1.285 0.693 -0.015 0.036 0.527
Si 34.556 3.491 0.144 -0.226 0.241 0.775
Si 36.922 6.531 0.409 -0.086 0.033 0.675
Si 33.744 9.774 0.192 0.363 -0.473 0.591
Si 37.031 11.92 0.102 -0.274 0.228 0.74
Si 38.756 -0.945 0.185 0.266 -0.098 0.688
Si 42.605 0.958 0.169 -0.223 0.072 0.701
Si 39.004 4.211 0.328 0.181 -0.058 0.68
Si -23.067 6.552 0.253 -0.224 0.25 0.74
Si 39.262 9.693 0.198 0.089 -0.276 0.742
Si -23.18 11.938 -0.009 -0.078 0.262 0.664
Si -20.596 -1.336 0.529 0.01 -0.035 0.53
Si -17.732 1.073 0.173 -0.018 0.23 0.676
Si -20.736 4.373 0.2 0.259 -0.312 0.7
Si -17.524 6.624 0.203 -0.146 0.019 0.724
Si -20.861 9.823 0.087 0.107 -0.153 0.749
Si -18.465 12.785 -0.07 0.239 -0.145 0.731
Si -15.445 -1.083 0.076 0.206 -0.133 0.684
Si -12.035 1.086 0.128 -0.311 0.255 0.649
Si -15.307 4.399 -0.038 0.096 -0.205 0.66
Si -12.596 7.146 0.178 0.325 -0.331 0.629
Si -14.943 9.325 0.402 -0.171 0.242 0.654
Si -12.111 11.947 0.083 -0.278 0.305 0.65
Si -9.858 -1.294 0.147 0.311 -0.215 0.56
Si -7.124 1.454 -0.01 0.231 -0.183 0.655
Si -9.264 3.809 0.028 -0.191 0.164 0.735
Si -6.616 6.599 -0.013 -0.116 0.157 0.705
Si -9.684 -6.443 0.241 0.139 -0.273 0.663
Si -6.453 -4.263 -0.034 -0.094 0.132 0.689
Si -3.639 -1.399 -0.096 -0.264 0.053 0.646
Si -1.087 1.047 -0.035 -0.098 0.254 0.714
Si -4.427 4.304 -0.136 0.216 -0.165 0.7
Si -1.12 6.619 -0.078 -0.169 0.145 0.732
Si -4.225 -6.486 -0.013 0.106 -0.129 0.707
Si -1.499 -3.713 -0.13 0.117 -0.263 0.754
Si 2.807 0 1.225 -0.003 -0.031 -0.053
Si 5.469 2.729 1.306 0.001 -0.013 -0.102
Si 2.769 5.482 1.145 -0.02 0.014 -0.071
Si 5.417 8.157 1.605 -0.015 -0.011 -0.066
Si 2.907 -5.49 1.644 -0.007 0.045 -0.03
Si 5.602 -2.782 1.316 -0.005 0.042 -0.041
Si 8.203 0.068 1.322 -0.002 0.008 -0.051
Si 10.903 2.712 1.187 -0.009 -0.013 -0.043
Si 8.093 5.578 1.076 0.016 -0.024 -0.044
Si 10.816 8.239 1.137 -0.011 -0.007 -0.084
Si 8.243 10.886 1.603 0.031 0.027 -0.042
Si 10.89 -2.708 1.246 0.004 -0.015 -0.051
Si 13.697 -0.054 1.417 -0.007 -0.003 -0.016
Si 16.429 2.733 1.308 0 0.013 -0.034
Si 13.652 5.359 1.374 0.002 -0.017 -0.051
Si 16.36 -8.132 1.238 0.026 -0.004 -0.064
Si 13.584 -5.36 1.204 0.004 0.006 -0.072
Si 16.334 -2.744 1.195 -0.012 -0.006 -0.033
Si 19.133 -0.034 1.289 -0.002 -0.011 -0.055
Si 21.803 2.723 1.472 0.005 -0.015 -0.057
Si 19.065 5.54 1.377 0.006 0.007 -0.035
Si 21.822 -8.102 1.262 -0.019 -0.005 -0.027
Si 19.19 -5.378 1.325 -0.002 0.019 -0.039
Si 21.898 -2.698 1.001 -0.032 0.009 -0.069
Si 24.576 0.116 1.239 0.003 0.008 -0.043
Si 27.206 2.792 1.584 0.025 -0.007 -0.007
Si 24.456 5.481 1.567 0.023 0.009 -0.039
Si 27.188 8.084 1.43 0.002 0.013 -0.029
Si 24.589 10.797 1.539 0.009 -0.019 -0.013
Si 27.266 -2.75 1.142 0.022 0.009 -0.079
Si 30.018 -0.012 1.435 0.029 0.024 -0.052
Si 32.764 2.686 1.503 0.029 0.025 -0.019
Si 30.06 5.407 1.595 0.019 -0.005 -0.063
Si 32.652 8.017 1.342 0.007 -0.009 -0.064
Si 29.755 10.691 1.531 -0.064 -0.012 -0.018
Si 32.499 -2.849 1.729 -0.054 -0.014 -0.028
Si 35.251 -0.084 1.909 0.014 -0.013 0.003
Si 38.031 2.721 1.83 -0.008 0.002 -0.021
Si 35.377 5.25 1.56 -0.045 -0.025 -0.048
Si 38.132 8.122 1.565 -0.007 0.044 -0.043
Si 35.409 10.833 1.458 -0.019 0.028 -0.047
Si 37.941 -2.713 1.509 0.015 -0.039 -0.057
Si 40.688 0.003 1.311 -0.011 0.018 -0.087
Si -21.727 2.647 1.49 -0.018 0.035 -0.052
Si -24.612 5.362 1.541 0.001 -0.015 -0.046
Si -21.887 8.188 1.456 -0.014 0 -0.025
Si -24.565 10.88 1.561 0 0.01 -0.076
Si -22.065 -2.824 1.485 -0.001 -0.066 -0.02
Si -19.132 0.005 1.714 0.01 0.018 -0.042
Si -16.478 2.766 1.271 -0.011 -0.001 -0.033
Si -19.131 5.485 1.49 0.014 -0.01 -0.055
Si -16.481 8.142 1.62 -0.015 -0.037 -0.036
Si -19.295 11.028 1.346 0.031 -0.03 -0.059
Si -16.615 -2.698 1.288 -0.009 -0.033 -0.066
Si -13.745 -0.004 1.334 -0.008 0.008 -0.034
Si -10.92 2.746 1.335 0.001 0.021 -0.074
Si -13.704 5.443 1.356 -0.009 -0.011 -0.044
Si -10.884 8.203 1.397 -0.007 0.004 -0.049
Si -13.705 10.943 1.481 0.004 -0.01 -0.061
Si -11.045 -2.777 1.438 -0.005 -0.038 -0.005
Si -8.212 -0.098 1.342 -0.025 0.012 -0.027
Si -5.47 2.655 1.204 0.008 0.014 -0.062
Si -8.162 5.431 1.328 0.006 -0.005 -0.081
Si -5.419 8.207 1.228 -0.002 0.006 -0.041
Si -8.062 -5.297 1.404 0.04 0.011 -0.043
Si -5.313 -2.602 1.167 0.024 -0.016 -0.076
Si -2.571 -0.013 1.424 0.041 -0.001 -0.034
Si 0.012 2.751 1.166 0.003 -0.006 -0.033
Si -2.746 5.421 1.148 0 0 -0.04
Si -0.056 8.121 1.419 -0.026 -0.042 -0.023
Si -2.646 -5.309 1.242 -0.017 0.006 -0.045
Si 0.104 -2.687 1.243 0.003 0.005 -0.045
Si 1.428 1.409 2.55 -0.011 -0.007 0.004
Si 4.082 4.115 2.578 -0.037 0.026 -0.006
Si 1.408 6.76 2.661 0.043 0.007 0.028
Si 4.172 9.504 3.014 0.011 -0.029 0.069
Si 1.428 -4.023 2.68 -0.019 0.012 0.022
Si 4.137 -1.402 2.601 0.011 -0.003 0.01
Si 6.839 1.404 2.688 -0.014 -0.007 0.04
Si 9.542 4.192 2.471 -0.032 0 0.018
Si 6.835 6.719 2.714 0.045 -0.002 0.033
Si 9.638 9.474 2.775 0.02 -0.022 0.035
Si 6.9 12.318 2.826 -0.009 -0.005 0.034
Si 9.594 -1.308 2.628 -0.012 -0.027 0.006
Si 12.234 1.347 2.633 0.022 0.025 0.011
Si 15.044 4.046 2.73 0.027 0.006 0.029
Si 12.218 6.842 2.519 -0.014 0.024 0.001
Si 14.962 -6.762 2.547 -0.002 0.02 0.003
Si 12.264 -4.043 2.65 -0.01 -0.005 0.034
Si 15.09 -1.392 2.699 0.017 -0.008 0.023
Si 17.785 1.359 2.647 0.002 -0.016 0.012
Si 20.399 4.119 2.721 0.004 0.013 0.007
Si 17.694 6.888 2.719 0 -0.011 0.028
Si 20.532 -6.726 2.689 -0.001 -0.035 0.018
Si 17.701 -4.08 2.608 -0.008 0.009 0.015
Si 20.534 -1.425 2.577 0.033 -0.006 0.017
Si 23.219 1.365 2.758 -0.005 -0.019 0.022
Si 25.867 4.157 2.909 0.004 0.022 0.017
Si 23.062 6.867 2.787 -0.024 0.011 0.031
Si 25.905 9.443 2.889 0.009 -0.022 0.003
Si 23.14 12.29 2.597 -0.041 0.023 -0.015
Si 25.922 -1.343 2.565 -0.002 -0.008 -0.002
Si 28.572 1.302 2.806 0.047 0.003 0.025
Si 31.418 4.046 2.909 -0.011 -0.017 0.05
Si 28.604 6.789 2.817 -0.02 -0.005 0.002
Si 31.253 9.356 2.79 0.04 -0.03 0.003
Si 28.482 12.236 2.751 -0.025 0.018 -0.002
Si 31.222 -1.349 2.952 -0.025 -0.012 0.028
Si 33.894 1.356 3.077 -0.02 0.013 0.036
Si 36.654 4.061 3.11 -0.007 0.015 0.033
Si 33.982 6.701 2.806 -0.01 0.008 0.001
Si 36.702 9.465 2.871 -0.005 -0.003 0.026
Si 34.02 12.13 2.913 0.008 -0.006 0.042
Si 36.662 -1.499 3.061 0.023 0.005 0.047
Si 39.505 1.312 2.923 0.011 -0.037 0.002
Si -23.183 3.992 2.827 0.016 -0.007 0.022
Si -25.857 6.763 2.959 0.01 -0.012 0.012
Si -23.22 9.49 2.892 -0.004 -0.007 0.003
Si -25.911 12.296 2.873 0.007 0.015 0.019
Si -23.349 -1.377 2.81 -0.013 0.01 -0.015
Si -20.448 1.411 2.986 -0.011 0.009 0.026
Si -17.78 4.061 2.779 0.019 -0.011 0.016
Si -20.478 6.873 2.825 -0.001 0.007 0.032
Si -17.892 9.629 2.739 -0.046 0.013 0.022
Si -20.607 12.239 2.861 -0.006 0.007 0.014
Si -17.761 -1.413 2.904 0.016 -0.033 0.043
Si -15.07 1.419 2.672 -0.02 -0.005 0.013
Si -12.305 4.091 2.679 -0.01 -0.018 0.005
Si -15.022 6.775 2.843 0.049 -0.002 0.029
Si -12.273 9.558 2.78 -0.007 -0.03 0.045
Si -15.158 12.315 2.687 -0.018 0.03 0.025
Si -12.408 -1.371 2.732 0 0.021 0.022
Si -9.573 1.325 2.687 0.008 0.013 0.023
Si -6.792 4.032 2.646 -0.007 -0.026 0.032
Si -9.54 6.785 2.683 0.02 0.021 0.007
Si -6.774 -6.797 2.663 0.007 0.001 0.029
Si -9.516 12.303 2.744 -0.057 -0.019 0.02
Si -6.738 -1.371 2.615 -0.003 -0.03 0
Si -4.057 1.369 2.602 -0.021 0.017 -0.013
Si -1.39 4.059 2.552 0.023 0.018 0.006
Si -4.047 6.824 2.567 -0.004 0 0.015
Si -1.384 -6.737 2.648 -0.019 0 0.004
Si -4.018 -3.981 2.619 0.015 0.008 0.037
Si -1.224 -1.39 2.723 0.009 -0.017 0.028
Si 0.106 0.054 3.985 -0.014 -0.006 -0.003
Si 2.747 2.75 3.956 -0.005 0.002 0.008
Si 0.004 5.396 3.953 0.003 -0.006 -0.01
Si 2.717 8.091 4.131 -0.013 -0.022 0.003
Si 0.037 -5.418 3.991 0.009 0.001 -0.001
Si 2.777 -2.673 4.035 0.023 0.002 0.01
Si 5.473 -0.002 3.985 0.003 -0.003 -0.019
Si 8.235 2.806 3.942 0.023 0.007 -0.021
Si 5.455 5.387 4.027 -0.013 -0.006 0.012
Si 8.21 8.117 4.05 -0.004 0.017 -0.007
Si 5.557 10.943 4.188 -0.012 0.021 0.009
Si 8.277 -2.633 4.08 0.012 0.008 0.022
Si 10.924 0.019 4.029 -0.008 0.009 0.038
Si 13.628 2.691 4.01 0.01 -0.005 0.007
Si 10.898 5.478 3.925 -0.01 -0.012 0.002
Si 13.609 -8.136 3.918 -0.018 -0.009 -0.003
Si 10.978 -5.426 4.065 -0.005 0.019 -0.003
Si 13.654 -2.711 4.021 -0.024 0.003 -0.015
Si 16.424 0.006 4.028 -0.001 0.001 0.003
Si 19.074 2.726 4.062 -0.01 0.003 0.007
Si 16.371 5.464 4.06 -0.004 -0.003 -0.01
Si 19.107 -8.09 4.036 -0.011 -0.009 -0.013
Si 16.335 -5.438 3.967 0.002 0.002 -0.001
Si 19.104 -2.726 3.969 0.02 0.001 -0.022
Si 21.818 -0.037 4.031 -0.016 0.005 -0.016
Si 24.513 2.722 4.177 -0.001 -0.023 -0.014
Si 21.746 5.456 4.116 -0.002 0.009 0
Si 24.465 8.145 4.187 0.008 -0.002 -0.004
Si 21.84 10.949 4.064 0.013 -0.004 0.01
Si 24.522 -2.686 3.974 0.032 0.006 -0.002
Si 27.198 -0.058 4.118 -0.026 0.002 -0.002
Si 29.948 2.675 4.179 -0.002 0.004 -0.029
Si 27.244 5.476 4.228 -0.003 0.025 0.023
Si 29.917 8.109 4.237 0.007 0.001 0.006
Si 27.204 10.885 4.192 0.031 -0.028 -0.005
Si 29.831 -2.759 4.195 0.001 -0.005 -0.01
Si 32.555 -0.036 4.364 0.008 -0.005 0.029
Si 35.29 2.69 4.405 -0.016 0.022 -0.011
Si 32.667 5.429 4.293 0.014 0.014 0.005
Si 35.324 8.093 4.201 0.001 -0.036 -0.005
Si 32.604 10.754 4.182 -0.001 0.007 0
Si 35.289 -2.834 4.365 -0.036 0.016 0.013
Si 38.083 -0.054 4.273 0.009 0.008 -0.025
Si -24.485 2.689 4.293 0.001 0.011 0.012
Si -27.235 5.455 4.352 -0.011 -0.001 -0.001
Si -24.528 8.138 4.294 0.012 0.001 -0.001
Si -27.252 10.872 4.225 0.007 0.015 -0.018
Si -24.585 -2.708 4.283 0.02 -0.026 0.017
Si -21.896 -0.025 4.177 -0.013 -0.016 -0.032
Si -19.074 2.765 4.262 0.036 0.016 0.03
Si -21.829 5.436 4.154 -0.001 -0.01 -0.022
Si -19.147 8.233 4.178 -0.001 0.013 0.007
Si -21.864 10.845 4.252 0.002 0.021 0.001
Si -19.182 -2.746 4.206 -0.006 0.001 -0.011
Si -16.364 0.03 4.125 0.001 0.011 -0.013
Si -13.675 2.732 4.05 -0.006 0.007 0.003
Si -16.402 5.41 4.149 -0.011 0.013 0.017
Si -13.637 8.175 4.124 0.009 0.016 0.014
Si -16.45 10.918 4.087 0.014 0 -0.003
Si -13.757 -2.705 4.091 0.004 -0.007 0.018
Si -10.968 -0.009 4.035 0.003 0.011 0.013
Si -8.181 2.698 4.014 0.002 -0.003 -0.009
Si -10.925 5.443 4.034 -0.007 0.008 0.024
Si -8.162 8.167 4.012 -0.003 0.007 -0.003
Si -10.879 10.911 4.088 0.001 -0.007 0.008
Si -8.128 -2.665 4.036 -0.01 0.018 0.013
Si -5.414 0.013 3.974 0.013 -0.004 0.008
Si -2.713 2.733 3.964 0.014 -0.007 0.028
Si -5.413 5.447 3.946 0.001 -0.007 -0.003
Si -2.729 8.188 3.976 -0.003 -0.011 0.005
Si -5.395 -5.398 3.969 0.003 0.027 -0.032
Si -2.656 -2.706 4.039 0.004 -0.005 -0.003
Si 1.388 -1.39 16.22 0.003 0.003 0.005
Si 4.09 1.395 16.218 -0.017 0.014 0
Si 1.424 4.125 16.197 0.005 0.001 -0.008
Si 4.1 6.848 16.209 0.005 -0.02 -0.012
Si 1.428 -6.771 16.258 0.006 -0.002 0.041
Si 4.097 -4.098 16.324 -0.023 0.005 -0.008
Si 6.823 -1.339 16.268 -0.005 0.005 0.01
Si 9.525 1.392 16.285 0.011 -0.011 -0.003
Si 6.831 4.122 16.236 0.005 0.012 -0.008
Si 9.49 6.86 16.311 0.024 -0.016 0.001
Si 6.787 9.58 16.313 -0.006 -0.01 0.011
Si 9.509 -4.046 16.24 -0.003 -0.005 -0.001
Si 12.212 -1.292 16.245 0 0.014 -0.022
Si 14.911 1.382 16.226 0.012 0.004 -0.013
Si 12.195 4.143 16.253 0.005 0.003 -0.004
Si 14.923 -9.497 16.264 -0.001 -0.021 -0.007
Si 12.226 -6.764 16.302 0.006 0.024 0.003
Si 14.917 -4.043 16.312 -0.002 0.014 -0.015
Si 17.608 -1.396 16.295 -0.015 -0.005 -0.007
Si 20.31 1.288 16.333 -0.004 -0.005 -0.015
Si 17.62 4.072 16.295 0.009 -0.003 -0.014
Si 20.341 -9.513 16.383 -0.007 0.029 -0.006
Si 17.671 -6.774 16.296 0.016 0.02 -0.022
Si 20.353 -4.139 16.383 -0.013 -0.004 -0.001
Si 23.034 -1.405 16.442 -0.01 0.019 0
Si 25.753 1.334 16.464 -0.006 0 0
Si 23.056 4.071 16.401 0.006 0 0.002
Si 25.716 6.764 16.487 -0.016 -0.001 0.005
Si 23.04 9.486 16.481 0.001 -0.002 0.001
Si 25.748 -4.132 16.517 -0.009 -0.007 0.009
Si 28.483 -1.368 16.465 0.011 0.001 -0.013
Si 31.156 1.329 16.459 -0.015 -0.007 -0.011
Si 28.442 4.064 16.5 0.002 0.002 -0.001
Si 31.183 6.776 16.472 -0.008 -0.024 -0.013
Si 28.458 9.52 16.524 0.022 0.002 0.005
Si 31.199 -4.099 16.486 -0.002 0.009 -0.013
Si 33.93 -1.405 16.468 0.001 0.01 -0.008
Si 36.712 1.332 16.502 -0.006 0.022 0.001
Si 33.946 4.083 16.461 0.004 0.013 -0.007
Si 36.67 6.826 16.477 0.003 -0.007 -0.012
Si 33.974 9.528 16.521 0.012 0.023 0.001
Si 36.699 -4.09 16.542 -0.014 0.009 0.001
Si 39.417 -1.383 16.53 -0.008 -0.01 0.011
Si -23.091 1.37 16.456 0.01 0.003 0.002
Si -25.821 4.06 16.473 0.008 0.001 -0.003
Si -23.115 6.791 16.496 0.009 -0.015 -0.004
Si -25.855 9.541 16.511 0.002 -0.004 -0.005
Si -23.136 -4.071 16.492 0.001 -0.012 0.004
Si -20.332 -1.337 16.402 -0.001 -0.001 -0.014
Si -17.605 1.347 16.357 -0.002 0.002 -0.009
Si -20.38 4.093 16.4 0.009 -0.002 -0.014
Si -17.627 6.798 16.434 0.003 -0.001 0.011
Si -20.341 9.509 16.46 -0.004 0.004 -0.004
Si -17.56 -4.089 16.416 0.001 0.01 -0.01
Si -14.903 -1.396 16.32 -0.008 -0.01 0.001
Si -12.183 1.328 16.213 0.001 -0.022 -0.013
Si -14.91 4.073 16.337 0.005 -0.011 -0.002
Si -12.178 6.801 16.283 -0.019 0.004 0.005
Si -14.886 9.512 16.384 0.004 0.005 -0.011
Si -12.208 -4.143 16.259 -0.002 -0.023 -0.002
Si -9.454 -1.361 16.146 0.01 -0.007 -0.016
Si -6.711 1.396 16.142 -0.004 0.008 -0.001
Si -9.428 4.123 16.214 0.01 0 0.005
Si -6.743 6.76 16.118 -0.018 -0.013 0
Si -9.497 9.495 16.155 0 -0.019 -0.001
Si -6.719 -4.104 16.064 0.003 -0.02 -0.04
Si -3.971 -1.304 16.126 0.017 0.014 0.012
Si -1.334 1.333 16.164 -0.021 0.004 -0.006
Si -4.003 4.082 16.129 0.003 0.002 -0.011
Si -1.298 6.826 16.198 -0.01 -0.003 -0.012
Si -4.025 9.536 16.119 -0.005 0.019 -0.025
Si -1.315 -4.066 16.113 0.003 0.017 -0.007
Si 2.757 -0.016 17.548 0.002 -0.01 0.019
Si 5.428 2.796 17.561 0.008 0.009 -0.028
Si 2.774 5.495 17.58 -0.004 0.004 0.014
Si 5.354 8.231 17.631 -0.002 0.053 -0.004
Si 2.755 -5.465 17.747 0.016 0.026 0.02
Si 5.506 -2.738 17.637 0.019 -0.001 -0.018
Si 8.14 0.051 17.647 0 -0.011 0.002
Si 10.882 2.774 17.635 -0.005 0.007 -0.005
Si 8.133 5.478 17.659 -0.028 -0.012 0.007
Si 10.86 8.22 17.68 -0.025 -0.023 0.003
Si 8.198 10.928 17.657 0.023 -0.006 0.003
Si 10.807 -2.615 17.561 -0.021 0.011 0.009
Si 13.557 0.071 17.609 -0.009 -0.002 -0.009
Si 16.273 2.669 17.614 -0.009 -0.02 0.019
Si 13.512 5.525 17.618 -0.006 0.01 0.013
Si 16.292 -8.129 17.589 0.012 -0.002 -0.02
Si 13.568 -5.399 17.676 0 -0.006 0.013
Si 16.232 -2.674 17.705 0.019 0.022 0.026
Si 18.94 -0.084 17.69 0.013 0.019 0.001
Si 21.694 2.631 17.645 0.022 -0.005 -0.008
Si 18.93 5.453 17.673 -0.012 -0.013 0.007
Si 21.654 -8.185 17.844 -0.012 -0.009 -0.011
Si 19.021 -5.513 17.757 0.005 -0.039 0.029
Si 21.647 -2.771 17.784 0.007 -0.014 -0.003
Si 24.416 -0.069 17.811 0.006 0 0.008
Si 27.061 2.709 17.867 0.005 0.035 0.009
Si 24.34 5.415 17.873 -0.016 -0.014 -0.009
Si 27.055 8.144 17.843 -0.004 0.008 -0.013
Si 24.372 10.824 17.905 0.017 -0.008 0.018
Si 27.143 -2.738 17.821 0.016 0.006 -0.022
Si 29.815 -0.022 17.87 0.004 0.001 0.007
Si 32.504 2.743 17.746 -0.007 0.013 -0.009
Si 29.812 5.432 17.854 0.009 0.01 -0.016
Si 32.561 8.143 17.794 -0.013 0 -0.013
Si 29.847 10.89 17.88 -0.006 -0.005 -0.005
Si 32.561 -2.747 17.845 -0.01 -0.013 -0.001
Si 35.303 -0.05 17.798 -0.015 -0.018 -0.009
Si 38.122 2.693 17.841 -0.005 -0.019 -0.006
Si 35.322 5.446 17.818 0.008 0.008 -0.001
Si 38.034 8.185 17.841 -0.018 -0.007 -0.003
Si 35.333 10.894 17.928 -0.014 -0.021 -0.005
Si 38.07 -2.755 17.94 0.024 -0.018 0.016
Si 40.797 0.034 17.815 0.012 0.012 -0.012
Si -21.692 2.729 17.79 -0.006 0.004 0.013
Si -24.471 5.402 17.861 0.014 0.015 0.018
Si -21.721 8.158 17.826 0.005 0.003 -0.016
Si -24.525 10.921 17.897 -0.018 0.047 -0.005
Si -21.728 -2.658 17.745 0.008 0.01 -0.021
Si -18.909 -0.02 17.749 -0.01 -0.003 -0.003
Si -16.247 2.701 17.717 0.015 -0.023 0.018
Si -19.029 5.435 17.771 -0.02 -0.018 -0.012
Si -16.22 8.155 17.777 -0.018 -0.01 0.006
Si -18.921 10.876 17.768 0.019 0.006 0.005
Si -16.139 -2.777 17.796 0.043 -0.03 0.006
Si -13.521 -0.02 17.61 0.014 0.023 0.008
Si -10.824 2.736 17.489 0.009 0.014 -0.022
Si -13.511 5.424 17.662 -0.007 0.007 -0.021
Si -10.824 8.195 17.61 -0.003 0.042 0
Si -13.507 10.853 17.762 0.016 0.008 -0.008
Si -10.784 -2.765 17.48 -0.009 -0.01 -0.002
Si -8.073 0.023 17.449 -0.003 0.002 0.021
Si -5.326 2.735 17.507 0.004 0.009 -0.017
Si -8.001 5.427 17.59 0.014 -0.023 0.031
Si -5.379 8.13 17.41 0.016 0.011 -0.021
Si -8.05 -5.489 17.396 0.011 0.018 -0.012
Si -5.328 -2.739 17.348 -0.012 -0.026 -0.024
Si -2.667 0.019 17.607 -0.021 0.004 0.04
Si 0.039 2.712 17.449 0.01 0.001 -0.02
Si -2.66 5.423 17.503 -0.005 -0.013 0.013
Si 0.03 -8.112 17.578 -0.013 -0.013 0.017
Si -2.69 -5.384 17.453 -0.012 -0.018 -0.011
Si -0.005 -2.769 17.548 -0.012 -0.02 -0.027
Si 1.318 1.327 18.817 -0.015 0 -0.028
Si 4.119 4.146 18.971 0.021 0.011 -0.02
Si 1.431 6.873 18.925 -0.006 0.028 -0.04
Si 4.117 -6.812 19.218 0.039 -0.071 0.034
Si 1.267 -4.113 18.999 -0.008 -0.028 0.002
Si 4.134 -1.359 18.923 0.013 0.015 -0.035
Si 6.746 1.46 18.935 -0.016 -0.008 -0.019
Si 9.541 4.131 19.004 0.015 -0.011 -0.011
Si 6.661 6.834 18.94 -0.001 -0.052 -0.052
Si 9.521 9.581 19.07 -0.011 0.017 0.006
Si 6.891 -4.045 19.061 -0.034 0.04 0.006
Si 9.485 -1.311 19.024 0.012 -0.01 -0.037
Si 12.263 1.443 19.009 -0.008 0.012 0.004
Si 14.909 4.12 18.836 0.008 -0.005 -0.032
Si 12.206 6.891 19.078 -0.013 0.02 0.004
Si 14.953 -6.83 18.982 0.002 0.003 0.005
Si 12.162 -3.932 18.896 0.034 0.035 -0.03
Si 14.873 -1.219 19.041 0.025 0.002 -0.021
Si 17.517 1.208 19.023 -0.024 -0.02 -0.04
Si 20.254 3.951 18.892 -0.012 -0.006 -0.044
Si 17.627 -9.4 19.021 0.015 0.019 -0.018
Si 20.333 -6.844 19.281 -0.019 0.008 -0.016
Si 17.597 -4.121 18.976 -0.008 0.008 -0.042
Si 20.207 -1.469 19.123 -0.006 0.001 -0.015
Si 22.983 1.279 19.088 -0.012 0.008 -0.045
Si 25.663 4.037 19.261 0.009 -0.021 -0.023
Si 22.92 -9.589 19.257 0.018 -0.011 0.018
Si 25.705 9.42 19.301 -0.027 -0.027 0
Si 22.987 -4.082 19.211 -0.008 0.008 -0.013
Si 25.801 -1.413 19.207 0.001 0.013 -0.015
Si 28.431 1.35 19.22 -0.006 0.003 -0.024
Si 31.165 4.042 19.193 0.028 -0.018 -0.022
Si 28.428 6.81 19.189 -0.007 0 -0.028
Si 31.241 9.5 19.181 0.008 -0.009 -0.026
Si 28.507 -4.024 19.24 0.014 0.026 -0.016
Si 31.209 -1.391 19.213 0.007 -0.021 -0.032
Si 33.872 1.357 19.006 -0.009 0.012 -0.038
Si 36.752 4.092 19.123 0.017 -0.006 -0.031
Si 33.894 6.78 19.145 -0.004 -0.034 -0.021
Si 36.745 9.55 19.285 0.052 0.019 -0.006
Si 33.898 -4.078 19.257 -0.022 0.015 -0.022
Si 36.624 -1.396 19.221 0.009 -0.013 -0.006
Si 39.472 1.347 19.267 0.001 0.012 -0.019
Si -23.067 4.029 19.209 -0.008 -0.016 -0.032
Si 39.367 6.773 19.156 -0.018 -0.015 -0.024
Si -23.098 9.547 19.147 0.012 -0.007 -0.02
Si 39.442 -4.069 19.407 0.001 -0.014 -0.015
Si 42.208 -1.285 19.124 0.001 -0.023 -0.021
Si -20.241 1.384 19.083 0.01 0.004 -0.039
Si -17.656 4.04 19.069 -0.025 -0.007 -0.031
Si -20.379 6.771 19.188 0.008 -0.007 -0.017
Si -17.558 9.522 19.173 0.014 0.027 -0.027
Si -20.301 -4.001 19.012 0.023 -0.001 -0.048
Si -17.491 -1.374 19.091 -0.031 0.044 -0.012
Si -14.813 1.355 19.036 0.006 0 -0.05
Si -12.152 4.002 18.949 -0.034 -0.026 -0.026
Si -14.807 6.774 19.09 0.017 0.012 -0.002
Si -12.115 9.514 19.124 -0.008 -0.022 0.011
Si -14.764 -4.125 19.258 -0.022 0.014 0.008
Si -12.149 -1.465 18.855 -0.017 -0.017 -0.018
Si -9.415 1.425 18.774 0 0.014 -0.029
Si -6.587 4.048 18.965 0.01 0.019 -0.016
Si -9.388 6.845 18.851 0.017 0 -0.039
Si -6.723 9.466 18.748 -0.018 0.001 -0.028
Si -9.34 -4.111 18.732 -0.021 -0.006 -0.034
Si -6.627 -1.367 18.654 0.02 0.003 -0.041
Si -4.013 1.451 18.961 0.003 0.008 -0.015
Si -1.282 4.043 18.824 0.008 -0.013 -0.022
Si -4.069 6.785 18.789 -0.03 -0.008 -0.007
Si -1.404 -6.721 18.852 0.001 0.015 -0.035
Si -4.038 -4.024 18.801 0.011 0.013 -0.025
Si -1.348 -1.445 18.93 -0.026 -0.008 -0.027
Si 0.027 -0.062 20.217 0.006 -0.006 0.026
Si 2.689 2.68 20.114 0.013 -0.005 0.036
Si 0.06 5.43 20.13 -0.003 -0.003 0.025
Si 2.551 8.199 20.559 0.03 0.021 0.089
Si -0.187 -5.422 20.392 -0.003 0.051 0.038
Si 2.717 -2.73 20.201 0.001 -0.009 0.03
Si 5.443 0.059 20.305 0.008 -0.005 -0.006
Si 8.069 2.844 20.303 -0.026 0.01 0.025
Si 5.329 5.602 20.447 -0.007 -0.009 0.035
Si 8.09 8.077 20.266 0.038 0.041 0.028
Si 5.731 -5.492 20.501 0.034 -0.067 0.026
Si 8.158 -2.65 20.505 -0.018 -0.014 0.046
Si 10.845 0.127 20.318 -0.004 -0.015 0.068
Si 13.667 2.827 20.308 -0.018 0.018 0.086
Si 10.898 5.452 20.432 -0.007 -0.016 0.042
Si 13.606 8.259 20.447 -0.025 -0.033 0.026
Si 10.874 11.103 20.332 -0.017 -0.004 -0.001
Si 13.459 -2.563 20.299 -0.037 0.013 0.04
Si 16.16 0.025 20.598 -0.001 -0.003 0.064
Si 18.908 2.589 20.228 0.03 -0.019 0.029
Si 16.179 5.531 20.165 -0.036 0.002 0.045
Si 18.931 -8.236 20.648 0.014 0.008 0.023
Si 16.3 -5.49 20.337 0.028 0.004 0.054
Si 18.777 -2.803 20.48 -0.017 0.002 0.071
Si 21.603 -0.124 20.408 0.019 0.002 0.053
Si 24.25 2.619 20.564 -0.001 0.002 0.041
Si 21.464 5.213 20.396 0.013 0.018 0.043
Si 24.243 -8.253 20.72 0.031 0.048 0.017
Si 21.617 -5.358 20.663 -0.031 -0.023 0.033
Si 24.418 -2.767 20.554 0.015 -0.018 0.039
Si 27.117 -0.026 20.614 0.005 0.003 0.06
Si 29.807 2.685 20.588 0.015 -0.003 0.029
Si 27.07 5.439 20.557 -0.028 -0.015 0.046
Si 29.821 8.198 20.512 -0.011 0.01 0.031
Si 27.132 10.893 20.532 -0.006 -0.032 0.029
Si 29.903 -2.705 20.688 0.002 -0.004 0.058
Si 32.568 0.072 20.451 -0.029 0.011 0.043
Si 35.26 2.709 20.256 0.002 0.015 0.046
Si 32.557 5.398 20.528 0.007 0.015 0.03
Si 35.288 8.126 20.461 0.007 0.024 0.06
Si 32.594 10.799 20.613 0.019 0.007 0.059
Si 35.22 -2.694 20.641 0.018 0.012 0.033
Si 37.966 0.019 20.534 0.006 0.025 0.03
Si 40.909 2.65 20.659 0.026 -0.006 0.035
Si 38.071 5.398 20.605 0.012 0.006 0.038
Si 40.787 8.132 20.418 0.009 -0.013 0.061
Si 38.049 10.859 20.854 0.013 0.012 0.029
Si 40.886 -2.552 20.601 -0.034 0.007 0.015
Si 43.642 0.084 20.402 0.015 0.022 0.06
Si -18.886 2.647 20.544 0.006 0.014 0.072
Si -21.713 5.401 20.591 0.01 0.015 0.051
Si -18.996 8.154 20.485 -0.025 -0.011 0.042
Si -21.713 11.026 20.349 -0.027 0.018 0.016
Si -18.907 -2.681 20.401 -0.017 0.006 0.058
Si -16.071 -0.068 20.434 0.011 0.02 0.065
Si -13.48 2.732 20.447 -0.014 0.003 0.075
Si -16.273 5.407 20.345 -0.012 0.026 0.038
Si -13.422 8.073 20.547 -0.013 0.023 0.053
Si -16.182 10.844 20.655 -0.042 0.017 0.055
Si -13.229 -2.773 20.525 0.043 -0.034 0.059
Si -10.792 0.016 19.992 0.004 0.034 0.028
Si -8.004 2.627 20.212 0.014 0.01 0.059
Si -10.663 5.354 20.101 0.009 -0.005 0.069
Si -8.027 8.193 20.211 -0.018 0.001 0.051
Si -10.565 -5.386 20.254 -0.019 -0.011 0.063
Si -7.954 -2.7 19.971 0 -0.024 0.031
Si -5.4 -0.067 20.126 0.032 0.023 0.059
Si -2.568 2.8 20.336 -0.038 -0.038 0.052
Si -5.232 5.484 20.347 -0.007 -0.031 0.043
Si -2.797 -8.126 20.104 0.009 0.043 0.031
Si -5.402 -5.448 20.03 0.008 -0.008 0.066
Si -2.808 -2.705 20.322 0.019 0.027 0.072
Si 1.676 -1.096 21.545 -0.084 -0.125 -0.706
Si 3.809 1.2 21.51 0.176 0.052 -0.666
Si 1.506 4.142 21.444 -0.251 -0.083 -0.709
Si 3.565 6.504 21.877 0.321 0.444 -0.669
Si 0.686 -7.103 21.768 0.26 0.068 -0.612
Si 4.063 -4.184 21.433 0.188 0.066 -0.634
Si 7.03 -0.944 21.714 -0.202 -0.302 -0.664
Si 9.236 1.286 21.568 0.147 0.135 -0.765
Si 7.005 4.494 21.627 -0.064 -0.144 -0.771
Si 9.273 6.613 21.632 0.197 0.053 -0.659
Si 7.309 -6.815 21.942 -0.303 0.01 -0.648
Si 9.803 -3.717 21.856 -0.349 -0.293 -0.706
Si 11.948 -1.39 21.715 0.257 0.161 -0.675
Si 15.287 1.964 21.775 -0.151 -0.309 -0.688
Si 12.545 4.32 21.681 -0.212 -0.048 -0.75
Si 14.715 6.567 21.685 0.052 0.185 -0.727
Si 12.584 10.093 21.558 0.049 -0.06 -0.664
Si 14.817 -4.065 21.423 0.032 -0.026 -0.418
Si 17.031 -1.882 21.803 0.056 0.208 -0.713
Si 20.263 1.311 21.657 -0.191 -0.127 -0.631
Si 17.551 4.101 21.325 0.048 0.012 -0.491
Si 19.821 -10.183 21.784 -0.03 0.226 -0.647
Si 17.799 -6.533 21.876 -0.125 -0.174 -0.771
Si 19.941 -4.208 21.962 0.226 0.106 -0.735
Si 23.188 -1.206 21.773 -0.141 -0.126 -0.744
Si 25.408 1.027 21.864 0.15 0.188 -0.674
Si 22.417 3.548 21.75 0.275 0.138 -0.808
Si 25.629 -9.71 21.983 -0.002 0.085 -0.71
Si 23.23 -6.468 21.978 -0.197 -0.268 -0.719
Si 25.585 -4.327 21.901 0.138 0.221 -0.654
Si 28.808 -1.023 21.953 -0.162 -0.221 -0.733
Si 31.075 1.184 21.881 0.161 0.227 -0.695
Si 28.638 4.273 21.86 -0.32 -0.316 -0.572
Si 30.926 6.552 21.737 0.39 0.27 -0.616
Si 28.78 9.864 21.827 -0.14 -0.225 -0.746
Si 31.098 -4.325 21.968 0.181 0.213 -0.642
Si 34.139 -0.922 21.839 -0.174 -0.308 -0.636
Si 36.398 1.325 21.696 0.226 0.048 -0.599
Si 34.14 4.13 21.698 -0.335 -0.148 -0.677
Si 36.289 6.472 21.741 0.303 0.167 -0.674
Si 34.2 9.608 21.902 -0.244 -0.149 -0.709
Si 36.273 -4.284 22.027 0.317 0.141 -0.657
Si 39.412 -1.185 21.893 0.022 -0.082 -0.578
Si 42.639 1.563 21.923 -0.356 -0.184 -0.76
Si 39.719 4.247 21.898 -0.204 -0.141 -0.671
Si 41.848 6.545 21.77 0.257 0.007 -0.717
Si 39.611 9.398 21.998 -0.296 0.095 -0.66
Si 42.676 -3.608 21.742 -0.348 -0.13 -0.798
Si 44.899 -1.38 21.686 0.257 0.152 -0.702
Si -17.199 1.465 21.79 -0.264 -0.071 -0.735
Si -20.466 3.821 21.859 0.156 0.191 -0.718
Si -17.404 6.938 21.724 -0.228 -0.148 -0.708
Si -20.228 9.805 21.625 -0.069 -0.213 -0.6
Si -17.971 -4.332 21.769 0.356 0.087 -0.722
Si -14.451 -1.198 21.756 -0.121 -0.194 -0.667
Si -12.255 1.014 21.496 -0.051 0.191 -0.694
Si -15.174 3.865 21.707 0.266 0.073 -0.746
Si -11.85 6.604 21.599 -0.293 0.123 -0.668
Si -15.086 9.116 21.926 0.283 0.293 -0.693
Si -11.236 -3.637 21.654 -0.344 -0.033 -0.665
Si -9.288 -1.261 21.171 -0.001 0.033 -0.453
Si -7.061 0.851 21.445 -0.052 0.124 -0.602
Si -9.059 4.292 21.424 -0.098 -0.131 -0.676
Si -6.918 6.628 21.533 0.3 0.159 -0.72
Si -8.947 9.876 21.576 -0.302 -0.314 -0.774
Si -6.815 -4.183 21.345 0.149 0.176 -0.723
Si -3.927 -1.082 21.641 -0.175 -0.279 -0.728
Si -1.551 1.032 21.556 0.12 0.242 -0.717
Si -3.41 4.618 21.629 -0.149 -0.089 -0.755
Si -1.321 6.882 21.291 0.042 0.012 -0.476
Si -4.053 -6.674 21.462 -0.181 -0.277 -0.732
Si -1.893 -4.365 21.686 0.389 0.272 -0.612
Si -0.064 4.102 -5.363 -0.068 -0.09 0.071
Si 5.561 2.673 23.668 0.01 -0.112 -0.103
Si -1.422 4.3 25.764 0.054 -0.021 0.043
Si 7.076 -6.948 25.021 -0.006 0.03 0.015
Si 4.512 -3.587 -2.414 0.026 0.021 0.02
Si 9.09 -1.33 25.844 -0.003 -0.115 -0.015
Si 12.991 -2.084 -4.371 0.035 -0.015 -0.062
Si 13.945 -6.498 25.616 -0.042 0.026 0.117
Si 4.396 -7.955 -2.691 -0.105 -0.043 0.187
Si 10.114 -7.219 23.122 -0.097 -0.142 -0.211
Si 7.58 -3.068 -2.103 -0.023 0.111 0.183
Si 3.506 -3.294 25.4 0.025 -0.11 -0.123
Si 16.664 0.371 -2.119 0.01 -0.027 0.157
Si 5.73 -2.763 23.602 0.029 0.127 0.024
Si 10.884 -7.325 25.939 0.033 -0.096 -0.004
Si 12.588 -1.379 -7.2 0.052 0.009 -0.004
Si 8.219 -4.098 24.464 0.085 0.042 0.073
Si 25.517 1.998 24.781 -0.086 0.033 -0.122
Si 18.287 -0.01 23.797 0.116 -0.021 -0.088
Si 17.145 -0.055 -4.965 0.011 -0.108 0.05
Si 20.603 6.664 24.716 -0.094 -0.062 -0.039
Si 20.915 -0.58 -7.128 0.02 0.177 0.003
Si 19.572 -1.854 -4.72 -0.085 -0.056 0.063
Si 21.437 -2.421 24.142 -0.141 0.025 -0.186
Si 30.889 2.425 -5.78 0.051 0.002 -0.101
Si 27.379 5.402 -1.956 -0.112 0.062 0.116
Si 28.913 4.037 24.89 0.043 0.037 -0.124
Si 23.863 -4.948 -2.184 0.035 -0.028 0.197
Si 24.336 -3.964 -6.911 -0.076 0.093 -0.174
Si 18.933 2.61 -2.001 -0.019 0.002 0.113
Si -32.412 -7.352 -6.049 0.088 0.106 -0.047
Si -29.639 4.443 -6.514 -0.033 0.047 -0.09
Si 26.205 -3.702 24.91 0.1 -0.002 -0.099
Si 30.075 6.635 24.432 0.045 -0.037 -0.07
Si -31.94 -4.501 -6.367 -0.014 0.057 -0.066
Si 27.807 -0.626 -6.622 -0.011 -0.102 -0.007
Si 32.63 0.143 -1.717 -0.066 0.094 -0.005
Si -31.592 -7.049 24.865 0.081 0.006 -0.032
Si -23.994 -5.037 23.938 -0.053 0.014 -0.054
Si -25.377 -2.5 24.365 0.015 0.038 -0.072
Si 29.07 0.582 -4.257 -0.018 -0.028 0.064
Si -24.306 5.969 -6.349 0.075 -0.151 -0.037
Si -18.892 0.188 24.031 0.086 -0.088 -0.191
Si -24.141 -0.055 23.934 0.032 0.04 -0.082
Si -28.465 6.263 24.595 0.047 -0.034 -0.07
Si -21.588 7.973 23.663 0.028 0.053 -0.049
Si -28.994 -3.876 -6.368 0.105 0.027 0.101
Si -21.514 0.02 -4.029 0.156 -0.092 -0.002
Si -20.462 0.783 -6.877 0.03 -0.017 -0.052
Si -13.581 5.453 23.796 -0.028 0.011 -0.074
Si -19.338 5.847 23.808 0.023 0.008 0
Si -12.536 7.237 -5.412 -0.073 -0.024 -0.057
Si -21.585 -6.784 -6.761 -0.086 -0.032 -0.083
Si -11.96 -6.745 25.77 0.1 -0.016 -0.063
Si -13.559 3.043 25.513 -0.026 0.114 -0.018
Si -17.497 0.663 -6.277 0.049 -0.012 0.056
Si -18.683 -7.091 -6.839 0.032 0.03 -0.054
Si -10.129 -8.138 23.683 0.024 -0.029 0.012
Si -3.335 -6.889 -4.717 -0.041 0.064 0.045
Si -14.631 -2.833 24.361 -0.142 0.112 -0.1
Si -12.443 0.536 -2.715 0.082 0.017 0.079
Si -4.265 3.945 24.585 0.188 0.103 -0.058
Si -11.855 -3.971 24.468 0.07 -0.031 -0.005
Si -5.715 -7.968 23.866 0.038 0.028 -0.201
Si -6.705 -3.067 -2.878 0.039 0.049 0.064
Si -5.362 -2.758 23.825 0.032 0.143 -0.084
Si -8.757 2.962 -6.506 0.032 0.026 0.002
Si -0.019 7.142 25.746 0.167 0.021 -0.058
Si -5.547 6.291 25.792 -0.004 0.021 -0.009
Si 1.112 -1.937 24.484 0.062 0.083 -0.037
Si -2.714 -4.232 24.568 -0.037 0.012 -0.18
Si 2.508 -5.752 23.572 -0.229 0.103 0.028
Si 2.586 5.021 -6.764 -0.026 -0.142 -0.075
Si 3.808 5.83 -4.23 -0.016 -0.029 0.164
Si 2.028 -5.101 -6.456 0.049 0.098 -0.034
Si -2.022 -1.617 -4.451 -0.047 0.061 0.001
Si 0.095 -5.489 -1.958 -0.012 0.014 -0.037
Si 2.643 -1.426 -2.88 -0.06 0.038 0.09
Si 10.985 2.617 23.826 0.03 -0.101 -0.138
Si 7.334 1.305 25.433 0.11 -0.002 0.033
Si 0.867 -2.417 -5.251 0.017 -0.029 -0.109
Si 11.82 -0.187 -2.579 -0.152 0.028 0.04
Si 6.741 -6.882 -4.095 -0.066 -0.017 -0.091
Si 11.911 1.585 -7.186 -0.006 0.055 -0.055
Si 11.812 -0.269 24.606 -0.093 -0.005 -0.19
Si 10.437 6.973 -3.059 -0.082 -0.036 0.17
Si 17.805 6.734 25.882 0.134 -0.087 0.058
Si 16.003 -8.057 23.985 0.088 -0.076 -0.124
Si 6.631 1.483 -4.278 -0.048 0.073 0.021
Si 16.258 -5.854 -2.13 -0.033 0.175 0.033
Si 22.114 -6.996 24.95 0.095 0.007 -0.158
Si 14.704 6.111 -7.157 0.1 -0.086 0.038
Si 15.128 5.536 -4.288 0.034 -0.09 -0.032
Si 17.717 -3.817 -6.447 -0.027 0.126 0.043
Si 15.266 -2.179 -6.192 -0.13 0.086 -0.026
Si 28.252 -1.506 25.007 -0.021 0.143 -0.056
Si 21.511 -4.797 -6.002 0.014 0.039 -0.043
Si 24.098 4.675 23.908 0.137 -0.048 0.012
Si 21.49 -7.809 -6.898 -0.015 -0.169 0.073
Si 28.069 -5.001 -4.105 -0.054 0.015 0.058
Si 21.875 2.389 -6.562 0.12 -0.035 0.053
Si -31.055 -1.801 -5.942 0.008 -0.202 -0.002
Si 24.425 7.888 -6.301 0.099 0.047 0.132
Si 30.124 7.888 -5.064 -0.021 -0.045 0.066
Si 29.311 7.782 -2.114 -0.053 -0.1 0.148
Si 32.578 -4.136 24.764 -0.026 0.024 -0.129
Si 27.467 8.125 23.975 0.068 0.006 -0.058
Si -32.207 2.298 24.058 -0.004 -0.132 -0.096
Si -31.175 -0.511 24.66 -0.042 0.098 -0.018
Si -29.931 -7.171 -4.464 -0.089 -0.012 0.047
Si 29.06 -6.031 -6.677 0.118 0.09 -0.063
Si -27.078 6.296 -6.136 -0.083 -0.108 0.004
Si -21.52 -3.203 -4.167 -0.005 0.063 0.002
Si -28.038 1.948 -6.84 0.086 -0.054 -0.143
Si -29.497 6.965 -2.311 -0.068 -0.051 0.073
Si -26.855 6.019 -3.184 -0.008 0.04 0.149
Si -24.697 7.94 -2.022 0.016 0.011 0.018
Si -17.374 -4.093 24.728 -0.003 -0.008 -0.107
Si -22.001 -6.522 25.842 0.118 0.025 -0.155
Si -27.585 3.245 23.937 0.022 0.055 -0.125
Si -23.789 1.323 -2.528 0.126 0.009 0.103
Si -19.235 2.672 25.686 0.057 -0.033 0.103
Si -27.37 -7.077 -6.341 0.012 -0.04 0
Si -17.748 -6.854 -4.058 -0.003 0.085 0.153
Si -14.457 -7.929 24.752 0.017 0.073 -0.154
Si -19.066 -6.225 26.06 -0.056 0.112 0.022
Si -18.977 0.953 -2.627 0.093 -0.009 0.077
Si -18.121 5.571 -4.703 0.018 -0.001 0.042
Si -16.452 3.891 25.914 -0.007 -0.064 0.008
Si -9.057 3.297 24.287 -0.033 -0.026 -0.139
Si -10.452 -2.023 -5.624 0.039 -0.01 0.131
Si -11.385 1.424 24.295 0.12 0.112 0.004
Si -7.137 2.596 -4.15 0.032 0.057 0.012
Si -6.249 1.73 24.242 -0.065 0.165 -0.176
Si -9.259 4.4 -2.949 0.007 0.015 0.088
Si -10.517 -1.302 25.621 0.113 -0.002 0.009
Si -8.667 6.144 25.649 -0.005 -0.018 -0.107
Si -9.524 -4.447 -6.922 -0.098 0.029 -0.062
Si -7.571 -1.876 26.031 0.137 -0.059 -0.173
Si 0.727 0.596 25.944 0.057 0.049 -0.029
Si -11.018 4.594 -5.355 0.096 0.01 0.117
Si -2.918 4.835 -5.442 -0.068 -0.028 -0.04
Si -1.538 -6.519 25.921 -0.025 0.038 0.013
Si -7.318 0.063 -2.768 -0.05 -0.061 0.129
Si -4.284 3.215 -3.091 0.03 -0.1 0.018
Si 1.886 3.839 -3.103 0.003 0.028 0.133
Si -2.193 -7.661 -2.17 0.054 0.038 0.228
Si -4.118 -4.01 -4.351 -0.025 0.013 -0.203
Si -8.084 -5.205 -4.423 0.016 -0.073 0.036
Si -2.966 0.526 -2.344 -0.087 -0.006 0.085
Si 9.289 0.748 -3.118 -0.106 0 0.01
Si 15.791 1.512 24.505 -0.147 -0.011 -0.024
Si 6.296 -6.911 -7.047 0.002 -0.017 -0.103
Si 7.978 6.588 -4.455 -0.093 0.016 -0.078
Si 8.481 -4.35 -4.507 -0.01 0.051 -0.009
Si 12.509 4.719 -2.965 0.095 -0.102 0.055
Si 6.351 4.376 -3.167 -0.05 -0.072 0.111
Si 11.478 2.181 -4.179 0 -0.016 0.07
Si 9.24 3.882 25.973 -0.181 0.039 -0.03
Si 11.631 -4.615 -4.699 -0.115 0.012 -0.092
Si 2.677 -5.648 -3.614 -0.082 -0.033 0.22
Si 14.762 7.774 -2.556 0.051 -0.056 0.04
Si 17.481 2.074 -7.196 -0.002 -0.092 -0.112
Si 12.303 -7.126 -3.09 -0.106 0.035 0.206
Si 21.066 3.391 -3.926 0.098 -0.067 0.083
Si 18.816 7.515 -6.107 0.043 0.131 -0.039
Si 17.069 -6.475 -5.111 -0.025 -0.1 0.091
Si 21.932 5.733 -2.13 0.027 -0.071 0.089
Si 24.662 -0.891 -3.058 -0.065 0.035 0.234
Si 17.243 4.886 -6.185 -0.12 0.02 -0.015
Si 24.242 6.819 -3.575 0.119 0.164 0.016
Si 23.576 1.826 -4.192 -0.084 0.075 -0.026
Si 21.145 -3.829 -3.094 0.021 -0.017 0.092
Si 25.543 -6.844 -4.048 -0.015 -0.085 0.077
Si 30.419 -1.667 -2.811 -0.059 0.024 0.225
Si 30.404 5.252 -6.299 0.054 -0.064 -0.02
Si 25.641 4.092 -4.009 -0.059 -0.001 -0.06
Si 30.758 -4.541 -2.642 0.095 -0.08 0.084
Si 25.725 3.966 -7.172 -0.011 -0.14 -0.102
Si -27.512 0.934 -4.01 0.088 0.01 0.038
Si 27.151 0.62 -1.97 0.046 -0.008 0.021
Si -30.01 -2.979 -1.719 0.021 -0.038 -0.071
Si -31.954 5.125 -2.062 -0.02 -0.027 0.077
Si -31.595 -5.485 -2.558 -0.027 -0.064 0.137
Si 26.204 -2.822 -4.878 0.048 0.098 0.083
Si -32.364 4.394 -5.06 -0.053 -0.053 0.073
Si -25.68 -0.997 -2.594 -0.098 -0.047 0.058
Si -25.958 3.158 -2.596 -0.072 0.017 0.178
Si -26.08 -8.141 24.769 -0.106 -0.011 -0.185
Si -29.697 -2.951 24.737 -0.104 0.023 -0.087
Si -26.179 -4.816 -5.041 -0.19 0.03 0.064
Si -30.274 -0.4 -3.427 0.009 -0.149 0.201
Si -18.778 -4.011 -3.119 0.035 0.006 0.213
Si -22.176 5.347 -4.795 -0.064 0.046 0.011
Si -20.272 5.25 -2.527 -0.019 -0.008 0.077
Si -19.393 7.979 -1.935 -0.014 -0.013 0.118
Si -24.321 -3.67 -2.952 -0.017 -0.098 0.206
Si -13.225 -4.146 -2.903 0.068 -0.072 0.107
Si -17.452 -1.339 -4.042 -0.043 0.092 0.064
Si -12.858 2.206 -4.908 -0.012 0.098 0.031
Si -23.282 8.116 -4.822 0.044 -0.11 0.186
Si -15.056 -6.546 -2.521 0.086 0.025 0.089
Si -14.598 -1.492 -2.87 -0.019 0.003 0.181
Si -17.394 2.793 -4.345 0.028 -0.034 0.007
Si -14.874 3.758 -3.03 0.05 0.048 0.108
Si -15.249 6.035 -4.987 -0.008 0.037 0.056
Si -12.371 8.067 -2.547 -0.104 0.019 0.143
Si -9.674 -6.988 -2.617 0.022 -0.054 0.021
Si -12.203 -4.308 -5.587 0.067 -0.023 -0.054
Si -9.972 -1.175 -2.703 0.031 -0.052 -0.028
Si -7.738 7.061 -2.905 -0.07 0.027 0.117
Si -0.402 -3.896 26.062 -0.037 -0.018 0.109
Si -6.325 -7.56 -4.879 -0.013 0.061 -0.002
Si 3.728 1.426 -3.021 0.067 -0.015 0.119
Si 2.938 7.713 24.649 -0.16 -0.088 -0.099
Si 0.134 2.43 23.761 0.104 -0.029 -0.1
Si 1.432 -1.301 5.375 -0.015 0.008 0.01
Si 4.116 1.382 5.324 -0.011 -0.01 -0.001
Si 1.374 4.07 5.336 0.008 0.012 0.006
Si 4.128 6.753 5.417 -0.005 0.003 0.014
Si 1.364 9.53 5.384 0.004 0.009 0.015
Si 4.119 12.295 5.428 -0.005 -0.001 0.014
Si 6.854 -1.304 5.386 -0.015 0.005 0.006
Si 9.562 1.42 5.337 -0.014 0.013 0.005
Si 6.852 4.07 5.368 -0.002 -0.009 0.009
Si 9.579 6.782 5.385 -0.008 -0.011 0.004
Si 6.906 9.513 5.439 0.015 0.002 0.019
Si 9.606 -4.053 5.4 0.01 -0.004 0.015
Si 12.297 -1.34 5.377 0.007 -0.018 0.006
Si 15.007 1.346 5.372 -0.009 0.008 -0.004
Si 12.268 4.11 5.312 -0.01 0.002 0.006
Si 14.964 6.835 5.341 -0.006 0.007 0.001
Si 12.327 -6.797 5.386 -0.001 -0.012 -0.004
Si 15.005 -4.083 5.371 0.001 -0.002 -0.008
Si 17.775 -1.358 5.377 0.005 0.008 -0.001
Si 20.449 1.345 5.395 0.008 0.006 -0.002
Si 17.714 4.09 5.42 0 0.002 0
Si 20.396 6.833 5.447 -0.006 0.012 0.004
Si 17.703 -6.763 5.374 -0.001 -0.006 0.01
Si 20.42 12.254 5.403 -0.013 0.006 0.002
Si 23.169 -1.372 5.415 0 0.003 -0.009
Si 25.86 1.326 5.502 0.023 0.011 0.001
Si 23.118 4.09 5.483 0.004 0.006 0.004
Si 25.835 6.804 5.555 0.007 0.02 0.005
Si 23.135 9.567 5.485 -0.006 0.01 0.008
Si 25.801 12.262 5.464 -0.033 0.009 -0.001
Si 28.498 -1.397 5.56 0.008 0.003 0.001
Si 31.206 1.346 5.663 0.003 0.015 0.001
Si 28.584 4.055 5.544 0.02 -0.01 0
Si 31.255 6.759 5.619 0.007 -0.007 0.003
Si 28.569 9.526 5.555 -0.01 0.013 0.002
Si 31.245 12.184 5.52 0.013 -0.004 -0.007
Si 33.948 -1.41 5.664 0.009 0.015 0.018
Si 36.704 1.302 5.648 0.002 -0.01 0.013
Si 33.964 4.084 5.715 0.002 -0.002 0.013
Si -28.616 6.807 5.661 0.001 -0.005 0
Si 33.954 9.436 5.588 -0.011 0.006 -0.007
Si -28.595 12.16 5.675 0.006 -0.006 -0.005
Si -25.899 -1.382 5.687 0.006 0.009 0.006
Si -23.159 1.324 5.636 0.01 -0.005 0
Si -25.868 4.05 5.64 0 0.004 0.003
Si -23.156 6.763 5.598 0.021 -0.01 -0.001
Si -25.899 9.52 5.611 -0.007 0.01 0.008
Si -23.201 12.233 5.597 0.002 0.01 0.018
Si -20.511 -1.361 5.55 0.001 0.006 0.015
Si -17.717 1.352 5.537 0.005 -0.017 0.015
Si -20.463 4.122 5.568 -0.007 0.009 0.003
Si -17.753 6.825 5.481 0.014 0.007 -0.014
Si -20.486 9.518 5.603 -0.008 -0.001 0.004
Si -17.78 12.23 5.524 -0.014 -0.01 -0.001
Si -15.027 -1.329 5.497 -0.009 0.008 0.011
Si -12.303 1.365 5.403 -0.001 -0.019 0.012
Si -15.015 4.062 5.471 0.004 -0.015 0.012
Si -12.264 6.795 5.434 0.006 0.004 0.015
Si -15.046 9.544 5.428 0.001 -0.01 0.006
Si -12.309 12.259 5.398 -0.012 -0.007 0.002
Si -9.544 -1.334 5.374 0.003 0.014 0.006
Si -6.794 1.352 5.348 -0.004 0.006 0.006
Si -9.544 4.072 5.366 -0.012 -0.015 0.011
Si -6.785 6.794 5.332 0 -0.004 0.001
Si -9.518 9.518 5.398 -0.008 -0.009 0.016
Si -6.781 12.249 5.351 0.013 -0.021 0.006
Si -4.047 -1.335 5.346 0.005 0.004 0.015
Si -1.323 1.379 5.315 0.009 -0.001 0.003
Si -4.057 4.101 5.325 -0.025 0.005 0.009
Si -1.335 6.811 5.3 0.013 0.022 -0.009
Si -4.069 -6.776 5.347 -0.003 0.007 0
Si -1.316 -4.081 5.378 -0.002 0.012 -0.003
Si 2.784 0.043 6.73 -0.005 0.005 0.002
Si 5.486 2.712 6.712 0.006 -0.002 -0.007
Si 2.742 5.406 6.73 0.006 -0.009 0.002
Si 5.491 8.156 6.742 -0.004 0.001 -0.012
Si 2.751 10.894 6.726 -0.002 -0.002 0.006
Si 5.502 -2.67 6.752 -0.002 0.003 -0.004
Si 8.206 0.067 6.726 -0.003 0.004 -0.002
Si 10.926 2.758 6.707 -0.004 0 -0.004
Si 8.199 5.442 6.733 -0.002 0.001 -0.003
Si 10.938 -8.152 6.728 0.005 0.011 -0.001
Si 8.252 -5.419 6.765 -0.005 -0.007 0
Si 10.949 -2.693 6.756 0.004 -0.006 -0.002
Si 13.65 0.008 6.746 0.002 -0.001 0.003
Si 16.339 2.725 6.753 0.002 0.005 -0.004
Si 13.617 5.464 6.706 -0.005 0.008 -0.003
Si 16.338 -8.141 6.725 -0.006 -0.005 -0.013
Si 13.665 -5.434 6.757 0.005 -0.009 0.002
Si 16.375 -2.713 6.724 0.001 -0.002 -0.003
Si 19.088 0.004 6.775 0.004 -0.006 -0.001
Si 21.763 2.706 6.813 -0.001 -0.011 -0.005
Si 19.053 5.45 6.799 -0.008 -0.012 0.002
Si 21.762 8.181 6.816 0.003 -0.001 -0.007
Si 19.055 10.897 6.767 0.004 0.003 -0.001
Si 21.784 -2.716 6.782 0.002 -0.016 -0.005
Si 24.478 -0.022 6.845 0.005 -0.009 -0.002
Si 27.201 2.691 6.887 0.008 -0.018 -0.007
Si 24.473 5.424 6.879 0.005 -0.014 -0.001
Si 27.186 8.175 6.907 -0.003 0.001 0.003
Si 24.477 10.905 6.864 -0.001 0.004 0.006
Si 27.14 -2.746 6.902 0.004 -0.001 -0.004
Si 29.842 -0.04 6.963 0.001 -0.005 0.002
Si 32.581 2.703 7.018 -0.009 0.01 -0.008
Si 29.897 5.399 6.963 0.009 0.002 -0.003
Si 32.604 8.118 6.986 -0.001 -0.008 0.001
Si 29.907 10.862 6.94 0.008 -0.008 -0.006
Si 32.566 -2.783 6.959 -0.005 0.002 -0.005
Si 35.327 -0.044 7.004 0.005 -0.013 -0.004
Si -27.234 2.691 7.001 0 -0.002 -0.015
Si -29.948 5.439 7.043 -0.006 0 -0.006
Si -27.25 8.17 6.998 -0.023 0.002 -0.008
Si -29.981 10.801 6.987 0.009 -0.011 -0.001
Si -27.255 -2.761 7.021 -0.007 0.014 0
Si -24.524 -0.015 7.012 0 -0.007 -0.004
Si -21.79 2.722 6.944 0.007 -0.007 -0.007
Si -24.512 5.42 6.982 -0.005 0.001 -0.007
Si -21.814 8.138 6.96 0.011 0.007 0.002
Si -24.541 10.874 6.976 0.009 0.005 -0.008
Si -21.827 -2.728 6.945 -0.005 -0.007 -0.012
Si -19.108 -0.003 6.883 -0.003 0.013 -0.009
Si -16.348 2.714 6.871 0.012 -0.004 -0.002
Si -19.09 5.483 6.899 -0.013 0.003 -0.007
Si -16.374 8.175 6.825 0.004 0.002 0.002
Si -19.1 10.876 6.924 -0.005 -0.004 -0.001
Si -16.397 -2.706 6.842 0 0.015 -0.009
Si -13.63 0.017 6.816 0.001 0.015 0.001
Si -10.914 2.725 6.738 -0.006 0.004 -0.003
Si -13.636 5.438 6.794 0.003 0.012 0.002
Si -10.888 8.163 6.76 0.001 -0.003 0.003
Si -13.657 10.895 6.775 0.002 -0.007 -0.002
Si -10.912 -2.704 6.733 0.005 0.012 -0.014
Si -8.168 0.015 6.722 -0.009 0.003 -0.002
Si -5.424 2.732 6.679 0.003 0.001 0.003
Si -8.163 5.444 6.699 0.004 0.003 -0.005
Si -5.435 8.173 6.691 -0.004 0.008 -0.005
Si -8.145 10.892 6.723 0.003 0 -0.004
Si -5.414 -2.707 6.698 -0.006 0.006 -0.011
Si -2.679 0.023 6.689 0.002 -0.001 -0.003
Si 0.028 2.722 6.701 -0.004 -0.006 -0.003
Si -2.691 5.46 6.677 0.006 -0.012 -0.006
Si 0.005 8.156 6.708 0.006 -0.007 -0.002
Si -2.689 -5.442 6.715 0.01 -0.018 -0.003
Si 0.053 -2.691 6.698 0.006 -0.007 -0.003
Si 1.401 1.384 8.071 -0.002 -0.008 0.003
Si 4.124 4.068 8.08 -0.012 -0.004 -0.006
Si 1.393 6.806 8.056 0.009 0.007 -0.005
Si 4.125 9.535 8.072 -0.001 -0.001 0.012
Si 1.401 -4.053 8.067 -0.004 -0.001 -0.002
Si 4.137 -1.316 8.094 0.019 0.008 0.003
Si 6.839 1.386 8.102 -0.015 -0.005 0.003
Si 9.562 4.094 8.089 -0.01 -0.009 -0.001
Si 6.85 6.807 8.099 0.008 0 0.001
Si 9.595 -6.789 8.109 0.006 0.013 0.007
Si 6.858 -4.056 8.088 -0.008 -0.008 -0.002
Si 9.561 -1.321 8.08 0.007 -0.005 -0.011
Si 12.276 1.387 8.078 0.01 0.01 -0.004
Si 14.972 4.103 8.089 -0.001 -0.013 -0.004
Si 12.28 6.814 8.098 -0.005 -0.004 -0.004
Si 15.005 -6.79 8.122 0.005 0.012 0.002
Si 12.294 -4.068 8.109 0 0.01 0.003
Si 15.007 -1.359 8.097 -0.002 -0.002 -0.005
Si 17.704 1.365 8.119 -0.006 0.002 -0.011
Si 20.404 4.079 8.165 0.004 0 -0.005
Si 17.674 6.815 8.125 -0.01 -0.007 -0.002
Si 20.39 9.532 8.162 -0.005 -0.012 0
Si 17.704 -4.064 8.128 0.004 -0.003 -0.001
Si 20.43 -1.355 8.155 0.008 0.017 -0.006
Si 23.114 1.349 8.195 -0.002 0.011 -0.005
Si 25.825 4.055 8.241 0.001 -0.002 -0.003
Si 23.107 6.81 8.203 0.005 0.017 -0.009
Si 25.821 9.537 8.25 0.019 0.017 -0.005
Si 23.099 -4.069 8.204 -0.003 -0.009 0.001
Si 25.8 -1.373 8.256 -0.006 -0.01 0
Si 28.508 1.341 8.311 -0.001 -0.001 -0.002
Si 31.231 4.064 8.366 0.001 -0.013 0.004
Si 28.521 6.79 8.281 0.003 0 -0.016
Si 31.241 9.498 8.324 0.022 0.019 -0.005
Si 28.519 -4.096 8.274 0 0 -0.006
Si 31.219 -1.4 8.315 -0.001 -0.004 -0.006
Si 33.96 1.333 8.349 0.013 0.01 -0.007
Si -28.588 4.055 8.368 0 0.013 -0.003
Si 33.953 6.784 8.382 0.004 -0.008 -0.001
Si -28.612 9.493 8.379 0.005 -0.005 0.003
Si 33.942 -4.126 8.327 -0.011 0.003 -0.006
Si -28.608 -1.396 8.373 -0.006 0.007 0.009
Si -25.879 1.344 8.368 -0.004 -0.003 0.005
Si -23.15 4.062 8.33 0.001 0.004 -0.005
Si -25.878 6.79 8.335 0.001 -0.006 -0.003
Si -23.169 9.508 8.318 -0.005 -0.008 -0.005
Si -25.879 -4.103 8.369 0 -0.006 -0.004
Si -23.159 -1.381 8.342 0.009 0.006 0.003
Si -20.428 1.358 8.283 0.014 0.004 0.003
Si -17.713 4.09 8.22 0.01 -0.007 -0.009
Si -20.435 6.803 8.306 0.001 0.005 0.002
Si -17.718 9.508 8.236 -0.013 -0.004 -0.004
Si -20.451 -4.085 8.289 0.003 0.01 -0.002
Si -17.741 -1.365 8.233 -0.009 -0.005 0.004
Si -14.982 1.356 8.206 -0.002 -0.003 0.006
Si -12.263 4.074 8.128 0.007 -0.011 -0.007
Si -14.997 6.802 8.158 0.001 -0.002 0
Si -12.274 9.521 8.106 0.002 -0.01 0
Si -15.005 -4.075 8.165 0.001 0.004 -0.01
Si -12.251 -1.356 8.132 0.007 0.016 0
Si -9.533 1.369 8.081 0.006 -0.001 0
Si -6.791 4.083 8.044 0.001 -0.007 -0.005
Si -9.515 6.795 8.086 -0.008 0.005 -0.003
Si -6.784 9.526 8.067 -0.01 -0.012 0.003
Si -9.531 -4.073 8.07 -0.012 -0.016 -0.01
Si -6.793 -1.358 8.054 0.001 -0.007 -0.006
Si -4.051 1.382 8.037 0.006 0.003 -0.011
Si -1.327 4.102 8.039 0.012 0.011 -0.002
Si -4.056 6.816 8.035 0.002 0.016 -0.003
Si -1.336 -6.802 8.07 -0.009 -0.004 0.01
Si -4.05 -4.068 8.055 -0.006 -0.002 -0.006
Si -1.316 -1.339 8.049 -0.005 0.004 -0.003
Si 0.049 0.011 9.413 0.006 0.001 0.003
Si 2.766 2.723 9.444 0.002 -0.004 0.003
Si 0.039 5.445 9.41 -0.006 -0.004 0
Si 2.762 8.168 9.413 -0.003 0.001 0.007
Si 0.044 -5.433 9.403 0.002 0.005 0.002
Si 2.772 -2.698 9.421 0.003 0.001 -0.007
Si 5.488 0.027 9.463 0.004 -0.005 0.009
Si 8.197 2.749 9.452 -0.003 0 0.002
Si 5.476 5.447 9.437 -0.003 -0.005 -0.005
Si 8.205 -8.14 9.451 -0.003 0.005 0.001
Si 5.488 -5.421 9.429 0.001 0.003 0.007
Si 8.206 -2.689 9.447 -0.01 0.004 -0.003
Si 10.913 0.033 9.446 -0.004 0.009 0
Si 13.619 2.744 9.455 -0.01 0.006 0.007
Si 10.907 5.465 9.45 -0.001 0.005 -0.006
Si 13.627 -8.142 9.471 0.005 -0.009 0.003
Si 10.929 -5.419 9.474 0.004 -0.016 0.007
Si 13.641 -2.703 9.468 0.016 -0.017 0.003
Si 16.343 0.005 9.475 0.003 0.001 0.003
Si 19.041 2.716 9.515 -0.007 0.005 0.003
Si 16.318 5.452 9.483 -0.002 0.009 0.002
Si 19.031 8.16 9.51 -0.005 -0.002 -0.004
Si 16.349 -5.429 9.491 -0.001 -0.005 0.007
Si 19.057 -2.716 9.507 0.003 0 0.001
Si 21.759 -0.01 9.559 0.003 -0.004 0
Si 24.455 2.698 9.59 0.006 -0.019 0.002
Si 21.749 5.434 9.55 0.003 -0.013 0
Si 24.456 8.158 9.588 0.002 0 -0.004
Si 21.744 -5.446 9.548 -0.001 0.006 -0.001
Si 24.443 -2.735 9.608 -0.006 0.008 0.001
Si 27.142 -0.024 9.647 -0.002 0.01 0.005
Si 29.864 2.693 9.691 0.012 0.009 0.003
Si 27.158 5.424 9.629 0.007 -0.001 -0.005
Si 29.868 8.138 9.671 0.004 -0.004 -0.003
Si 27.169 -5.451 9.645 -0.002 -0.006 0.003
Si 29.858 -2.748 9.675 -0.008 0.005 -0.001
Si 32.586 -0.037 9.684 0.003 -0.004 -0.005
Si -29.964 2.697 9.718 0 0 0.001
Si 32.589 5.421 9.728 -0.001 -0.002 0.001
Si -29.965 8.137 9.74 -0.01 -0.001 0
Si 32.587 -5.468 9.701 0.006 -0.016 0.004
Si -29.983 -2.759 9.702 0.009 0.003 -0.001
Si -27.242 -0.022 9.72 0.001 0 -0.001
Si -24.509 2.712 9.705 0.001 0.002 -0.003
Si -27.228 5.427 9.712 -0.009 -0.011 0.001
Si -24.518 8.154 9.693 0.002 0.014 -0.002
Si -27.244 -5.459 9.723 -0.01 0.015 0.003
Si -24.51 -2.738 9.714 0 0.003 -0.005
Si -21.781 -0.004 9.663 -0.007 -0.006 -0.001
Si -19.054 2.73 9.609 -0.008 0 0
Si -21.787 5.438 9.669 0.016 -0.001 -0.002
Si -19.062 8.167 9.635 0.002 -0.001 0.007
Si -21.796 -5.447 9.666 0.007 0.002 -0.004
Si -19.077 -2.722 9.625 -0.005 0.001 0.003
Si -16.351 -0.003 9.562 0.005 0.009 0
Si -13.608 2.729 9.527 0.003 -0.002 0.001
Si -16.338 5.451 9.56 0.001 0.014 0.002
Si -13.622 8.165 9.492 0.003 0.001 0.006
Si -16.346 -5.436 9.557 -0.007 -0.01 -0.002
Si -13.62 -2.715 9.494 0.006 0.003 -0.001
Si -10.879 0.012 9.465 0.011 0.001 0.001
Si -8.154 2.73 9.411 -0.017 0.001 0
Si -10.885 5.443 9.452 0.002 -0.005 0.001
Si -8.148 8.165 9.422 0.004 0.005 0.006
Si -10.891 -5.435 9.435 0.001 0.009 -0.001
Si -8.156 -2.714 9.418 -0.005 0.008 -0.006
Si -5.413 0.01 9.385 0.001 0.003 -0.004
Si -2.684 2.738 9.39 -0.006 -0.004 0.001
Si -5.415 5.446 9.385 -0.008 -0.001 -0.005
Si -2.698 8.16 9.412 0.002 -0.005 0.006
Si -5.411 -5.432 9.411 0.007 -0.001 -0.003
Si -2.674 -2.71 9.396 0 0.001 -0.002
Si 1.418 -1.341 10.774 -0.006 -0.002 -0.002
Si 4.122 1.375 10.818 0.001 -0.009 0.01
Si 1.407 4.098 10.779 0.01 0.009 0.002
Si 4.122 6.821 10.785 -0.005 0 0.001
Si 1.41 9.535 10.763 0.006 0.002 -0.001
Si 4.127 -4.059 10.781 -0.003 0.004 0.002
Si 6.84 -1.341 10.812 -0.012 0.009 0.005
Si 9.547 1.386 10.81 -0.01 0 0.003
Si 6.834 4.105 10.81 0.01 -0.002 0.001
Si 9.552 -9.497 10.817 0.003 -0.01 0.002
Si 6.84 -6.774 10.8 -0.001 0.002 0.006
Si 9.549 -4.056 10.817 0.005 0.003 -0.001
Si 12.262 -1.337 10.81 0.006 -0.005 -0.006
Si 14.968 1.371 10.818 0.007 0.002 -0.005
Si 12.256 4.107 10.813 -0.008 0.002 -0.005
Si 14.967 -9.5 10.848 -0.014 0 0.003
Si 12.269 -6.782 10.84 0.007 0.013 0.008
Si 14.979 -4.069 10.839 0.002 0 -0.001
Si 17.689 -1.352 10.856 -0.004 0.008 -0.004
Si 20.389 1.357 10.902 -0.001 0 -0.002
Si 17.673 4.088 10.855 -0.003 -0.005 -0.005
Si 20.379 6.797 10.893 -0.008 -0.001 -0.005
Si 17.683 9.524 10.872 0.01 0.006 0.002
Si 20.388 -4.083 10.899 -0.001 -0.009 -0.002
Si 23.088 -1.371 10.959 0.003 0.005 0.008
Si 25.781 1.34 10.992 -0.003 -0.001 0.001
Si 23.094 4.073 10.937 0.004 0.007 -0.005
Si 25.793 6.792 10.977 -0.001 0.003 -0.005
Si 23.093 9.519 10.936 0 -0.004 -0.004
Si 25.797 -4.092 10.991 0 0.003 -0.001
Si 28.496 -1.38 11.024 0 0.011 0.002
Si 31.229 1.332 11.046 -0.005 -0.001 -0.002
Si 28.501 4.073 11.023 0.002 -0.014 -0.001
Si 31.213 6.789 11.061 0.008 0.001 -0.001
Si 28.507 9.503 11.03 0.004 0.005 -0.002
Si 31.217 -4.105 11.05 0.008 0.001 -0.002
Si 33.944 -1.388 11.059 0.001 -0.005 -0.005
Si -28.602 1.341 11.081 0 -0.006 0.001
Si -31.326 4.058 11.081 0 0.008 0.004
Si -28.593 6.777 11.084 -0.005 -0.004 0
Si -31.335 9.507 11.075 0.007 0.012 0.002
Si -28.608 -4.095 11.07 -0.004 -0.003 0.002
Si -25.87 -1.377 11.07 -0.001 0.004 0.005
Si -23.136 1.348 11.04 0.007 0.001 0.001
Si -25.866 4.071 11.071 0.008 0.013 0.001
Si -23.141 6.8 11.041 -0.002 -0.013 -0.004
Si -25.869 9.506 11.073 -0.004 -0.009 -0.002
Si -23.138 -4.097 11.06 0.005 -0.006 0
Si -20.42 -1.37 11.011 0.003 0.015 0
Si -17.689 1.359 10.947 0.002 0.001 0
Si -20.406 4.077 10.995 -0.008 0.001 -0.001
Si -17.685 6.796 10.957 -0.008 -0.001 0.001
Si -20.416 9.521 11.012 0.006 -0.004 -0.001
Si -17.699 -4.094 10.951 -0.002 0.007 0.002
Si -14.971 -1.372 10.886 -0.008 -0.001 -0.001
Si -12.233 1.358 10.851 0.006 -0.004 0.004
Si -14.964 4.085 10.902 0.009 -0.014 0.004
Si -12.251 6.793 10.824 0.007 0.002 0
Si -14.971 9.512 10.883 0 0.004 -0.003
Si -12.244 -4.088 10.819 0.004 -0.008 -0.004
Si -9.504 -1.356 10.794 -0.003 0.003 0.003
Si -6.777 1.364 10.742 -0.002 -0.001 -0.005
Si -9.512 4.078 10.785 0.009 0.003 0.001
Si -6.771 6.799 10.751 -0.002 0 -0.004
Si -9.52 9.52 10.775 -0.015 -0.005 -0.002
Si -6.784 -4.077 10.761 -0.009 -0.005 -0.002
Si -4.041 -1.346 10.734 0.001 0 -0.002
Si -1.313 1.386 10.746 -0.007 0.002 -0.005
Si -4.043 4.097 10.742 0.002 0.008 0.001
Si -1.321 6.806 10.758 0.001 0.001 0.002
Si -4.043 9.531 10.765 -0.007 -0.001 0.014
Si -1.306 -4.069 10.752 0.002 -0.016 -0.001
Si 2.763 0.004 12.166 0.001 -0.01 0.002
Si 5.483 2.741 12.168 -0.008 0.013 0.002
Si 2.764 5.463 12.14 0 0.002 0.005
Si 5.475 8.187 12.152 0.003 0 -0.002
Si 2.774 10.89 12.128 -0.006 0.006 -0.002
Si 5.467 -2.7 12.16 0.007 -0.013 0
Si 8.188 0.026 12.169 0.004 -0.01 0.001
Si 10.886 2.762 12.168 0.012 0.001 -0.003
Si 8.18 5.475 12.172 -0.008 0.006 -0.002
Si 10.886 -8.129 12.191 -0.006 -0.007 0
Si 8.178 -5.41 12.18 -0.006 -0.005 -0.001
Si 10.902 -2.693 12.176 -0.007 0.004 0
Si 13.601 0.025 12.183 -0.001 0.002 0.009
Si 16.309 2.723 12.2 -0.006 0.001 -0.001
Si 13.587 5.472 12.192 0.001 -0.013 -0.001
Si 16.315 -8.147 12.23 0.001 -0.008 0.008
Si 13.618 -5.418 12.204 0.009 0.005 0.005
Si 16.322 -2.709 12.207 0.007 -0.006 0
Si 19.031 -0.013 12.252 -0.001 0.005 0.014
Si 21.733 2.709 12.291 0.01 0.008 -0.006
Si 19.019 5.434 12.248 -0.005 -0.006 0.001
Si 21.731 8.147 12.276 0.003 0.002 -0.004
Si 19.031 10.872 12.251 -0.002 -0.003 0.001
Si 21.732 -2.751 12.3 -0.011 0.002 -0.001
Si 24.429 -0.026 12.354 -0.002 0.001 0.007
Si 27.131 2.705 12.357 0.002 0.006 -0.006
Si 24.433 5.427 12.331 0 -0.004 -0.005
Si 27.132 8.141 12.376 0.005 -0.01 -0.004
Si 24.439 10.855 12.341 0.002 0 -0.005
Si 27.134 -2.738 12.383 -0.004 -0.008 0.002
Si 29.854 -0.022 12.393 0.01 -0.005 0.001
Si 32.58 2.693 12.425 0.004 -0.004 0
Si 29.844 5.427 12.413 -0.002 0 0
Si 32.569 8.153 12.421 0.001 -0.006 -0.002
Si 29.856 10.859 12.414 0.006 -0.005 0.002
Si 32.583 -2.748 12.414 -0.002 0.016 0.005
Si 35.307 -0.027 12.428 -0.001 0.001 -0.006
Si -27.227 2.704 12.433 -0.008 0.003 0.001
Si -29.961 5.421 12.441 0.006 0.001 -0.003
Si -27.228 8.148 12.436 -0.003 0.001 0
Si -29.967 10.866 12.427 -0.004 -0.005 -0.005
Si -27.238 -2.735 12.424 -0.012 0.002 -0.007
Si -24.492 -0.014 12.41 0.002 0.003 -0.005
Si -21.761 2.724 12.366 0.012 0.005 -0.005
Si -24.503 5.448 12.411 0.008 -0.006 0.001
Si -21.768 8.165 12.388 0.005 0.011 -0.007
Si -24.5 10.868 12.431 0 0.003 -0.005
Si -21.76 -2.731 12.403 -0.001 0.006 -0.001
Si -19.038 0.001 12.33 -0.015 -0.006 0.002
Si -16.314 2.725 12.282 -0.006 -0.005 0.005
Si -19.039 5.443 12.339 0.004 -0.005 0
Si -16.31 8.164 12.288 -0.002 0 -0.002
Si -19.039 10.878 12.357 -0.005 0 0.001
Si -16.314 -2.729 12.272 0.004 -0.008 -0.001
Si -13.593 -0.005 12.216 0.003 0.001 0
Si -10.862 2.734 12.175 0.016 0.004 0.001
Si -13.589 5.452 12.237 0.003 0.014 0.005
Si -10.877 8.162 12.143 0 0.002 -0.006
Si -13.593 10.876 12.204 0.003 0 0
Si -10.869 -2.722 12.146 -0.002 0.002 -0.008
Si -8.126 0.016 12.121 0.009 0.002 -0.007
Si -5.406 2.726 12.077 -0.01 -0.011 -0.001
Si -8.133 5.442 12.107 -0.002 -0.004 -0.003
Si -5.402 8.153 12.1 -0.012 -0.003 0.001
Si -8.145 10.875 12.116 -0.011 -0.009 -0.002
Si -5.401 -2.707 12.085 0.006 0.001 -0.001
Si -2.668 0.011 12.081 0.001 0.007 -0.003
Si 0.049 2.729 12.122 -0.008 -0.006 -0.001
Si -2.671 5.439 12.108 0 0.003 0.003
Si 0.046 8.17 12.104 -0.005 -0.003 -0.005
Si -2.656 -5.431 12.105 0.013 0.022 0.007
Si 0.069 -2.722 12.108 0.004 0.009 -0.006
Si 1.397 1.374 13.499 -0.004 0.01 0
Si 4.128 4.116 13.508 0.008 -0.003 0.013
Si 1.398 6.828 13.481 -0.008 0.008 -0.001
Si 4.117 9.544 13.514 0.002 0.01 0.003
Si 1.425 -4.073 13.485 0.009 -0.003 0.006
Si 4.114 -1.357 13.54 -0.014 0.003 0.01
Si 6.83 1.378 13.537 0.011 -0.011 0.003
Si 9.525 4.116 13.535 -0.002 -0.003 -0.006
Si 6.832 6.848 13.529 0.002 -0.012 0.004
Si 9.521 -6.769 13.556 0.001 0.001 0.012
Si 6.804 -4.055 13.535 -0.016 0.015 0.002
Si 9.536 -1.333 13.532 -0.001 0.001 0.006
Si 12.233 1.403 13.526 -0.015 0.008 -0.002
Si 14.937 4.096 13.535 -0.004 0.007 -0.004
Si 12.228 -9.486 13.56 -0.002 0.001 0.004
Si 14.96 -6.77 13.584 -0.005 0.018 0.001
Si 12.243 -4.056 13.549 0.015 -0.007 -0.005
Si 14.942 -1.352 13.547 0.013 -0.002 -0.004
Si 17.655 1.362 13.578 -0.012 0.007 -0.002
Si 20.369 4.078 13.635 -0.005 -0.002 -0.004
Si 17.657 -9.521 13.599 0.012 0 0.001
Si 20.381 9.512 13.63 0 -0.002 -0.002
Si 17.661 -4.076 13.581 -0.004 0.004 -0.005
Si 20.36 -1.397 13.639 0.015 -0.01 0.004
Si 23.063 1.344 13.691 -0.004 0.001 0.005
Si 25.777 4.066 13.714 0.003 -0.012 0.003
Si 23.066 6.796 13.676 -0.006 0.003 0.001
Si 25.77 9.497 13.743 -0.006 -0.001 0.003
Si 23.078 -4.108 13.695 0.007 -0.011 -0.002
Si 25.767 -1.39 13.748 -0.003 0.016 0.009
Si 28.474 1.345 13.73 0 0.013 -0.007
Si 31.201 4.056 13.772 0.006 -0.002 0.009
Si 28.471 6.789 13.768 -0.003 0.006 0.002
Si 31.211 9.505 13.794 0.001 0.003 0.009
Si 28.48 -4.098 13.762 0.006 0.009 0.002
Si 31.211 -1.384 13.756 -0.005 0.002 0.003
Si 33.947 1.337 13.79 0.003 -0.01 0.001
Si -28.587 4.067 13.798 -0.008 0.002 0.006
Si 33.94 6.8 13.771 -0.006 0.002 0.001
Si -28.593 9.519 13.782 -0.013 0.008 -0.004
Si 33.95 -4.101 13.784 0.019 -0.011 -0.002
Si 36.68 -1.381 13.787 0.001 -0.002 0
Si -25.851 1.338 13.781 0.014 -0.005 0.005
Si -23.118 4.084 13.732 0 0.011 -0.006
Si -25.856 6.8 13.796 0.005 -0.001 0.001
Si -23.119 9.514 13.779 0.006 -0.011 0.001
Si -25.87 -4.086 13.785 -0.004 0.004 0.001
Si -23.122 -1.369 13.766 0.003 0.003 0.005
Si -20.384 1.367 13.703 -0.012 0.006 0
Si -17.659 4.081 13.672 -0.007 -0.006 0.003
Si -20.386 6.803 13.722 -0.006 -0.007 0.001
Si -17.651 9.513 13.687 0.002 -0.006 0.001
Si -20.383 -4.092 13.755 0.009 -0.004 0.006
Si -17.662 -1.377 13.653 -0.003 0.009 -0.004
Si -14.939 1.346 13.602 0.007 -0.003 0.003
Si -12.207 4.085 13.568 -0.003 -0.011 0.012
Si -14.942 6.8 13.63 0.005 0.01 0.004
Si -12.233 9.496 13.53 0.004 -0.005 0
Si -14.935 -4.099 13.597 -0.004 0 0.004
Si -12.22 -1.385 13.535 0.009 -0.014 -0.001
Si -9.475 1.374 13.493 0.002 -0.007 0.002
Si -6.757 4.081 13.437 -0.009 0.012 0.003
Si -9.5 6.793 13.461 -0.001 0.009 -0.003
Si -6.778 9.497 13.444 0.006 0.002 0.009
Si -9.505 -4.089 13.479 -0.004 0.009 0.002
Si -6.745 -1.345 13.45 -0.01 -0.001 0.007
Si -4.031 1.375 13.419 0.005 0.002 0.001
Si -1.303 4.091 13.475 -0.003 -0.005 0.003
Si -4.02 6.81 13.451 -0.003 0 0.002
Si -1.289 9.533 13.468 0.014 -0.025 0.009
Si -4.021 -4.055 13.427 -0.009 -0.005 0.006
Si -1.288 -1.342 13.424 -0.007 -0.008 0.002
Si 0.048 -0.02 14.836 -0.002 -0.006 0.013
Si 2.758 2.751 14.84 0.004 0.006 0
Si 0.05 5.465 14.836 0.01 0.002 0.006
Si 2.74 8.19 14.853 0.006 -0.018 0.005
Si 0.083 -5.44 14.836 -0.006 0.016 0.003
Si 2.767 -2.747 14.897 -0.001 -0.012 0.007
Si 5.467 0.017 14.895 0.007 -0.003 0.004
Si 8.183 2.745 14.898 -0.006 0.002 0.007
Si 5.479 5.486 14.876 0 0.006 -0.003
Si 8.146 8.214 14.935 -0.015 0.003 0.006
Si 5.447 10.906 14.908 0.007 0 0.022
Si 8.162 -2.688 14.881 0.005 -0.004 -0.003
Si 10.87 0.057 14.884 0.007 -0.003 0.001
Si 13.564 2.771 14.896 0.001 -0.002 0
Si 10.836 5.499 14.914 -0.013 -0.007 0.011
Si 13.578 -8.119 14.922 0.006 -0.01 0.009
Si 10.886 -5.412 14.911 -0.006 0.014 -0.003
Si 13.577 -2.691 14.922 -0.005 -0.004 0.012
Si 16.288 -0.005 14.916 -0.007 0.006 0.005
Si 19.001 2.704 14.966 0.006 0.004 0.01
Si 16.271 5.432 14.925 -0.011 -0.014 0.001
Si 19.015 -8.167 14.969 -0.012 -0.009 -0.001
Si 16.303 -5.399 14.958 0.015 -0.004 0.013
Si 19.001 -2.768 14.993 0.001 -0.005 0.007
Si 21.708 -0.056 15.018 -0.005 0.012 0.002
Si 24.422 2.699 15.066 0.005 0.019 0.003
Si 21.706 5.438 15.03 0.008 -0.005 0.008
Si 24.392 8.134 15.097 0.007 -0.003 -0.004
Si 21.726 10.836 15.044 0.001 -0.008 0.005
Si 24.411 -2.771 15.108 0 -0.01 0.009
Si 27.124 -0.013 15.099 0.009 -0.001 0.006
Si 29.803 2.703 15.116 -0.002 0.001 0.003
Si 27.098 5.422 15.12 0.006 -0.009 0.001
Si 29.817 8.156 15.142 0.006 -0.005 -0.003
Si 27.115 10.86 15.126 0 -0.007 0.002
Si 29.848 -2.736 15.118 -0.004 -0.002 -0.005
Si 32.561 -0.026 15.127 0.006 -0.01 0.004
Si 35.327 2.695 15.146 0.009 -0.003 0.003
Si 32.57 5.434 15.112 0.003 0.009 -0.001
Si 35.305 8.171 15.124 0.008 -0.001 -0.002
Si 32.588 10.865 15.151 -0.003 0 0.004
Si 35.326 -2.754 15.146 -0.008 0 0
Si 38.061 -0.032 15.141 -0.007 -0.001 0.004
Si -24.463 2.719 15.097 0.004 -0.001 0
Si -27.22 5.437 15.155 -0.005 0.01 0
Si -24.485 8.166 15.155 -0.009 -0.004 0.004
Si -27.235 10.878 15.152 0.001 -0.007 -0.003
Si -24.499 -2.719 15.134 -0.01 -0.008 0.003
Si -21.732 0.014 15.079 0.004 0.004 0
Si -19.007 2.723 15.048 -0.011 0 0.002
Si -21.763 5.456 15.082 -0.002 -0.006 0.006
Si -18.999 8.155 15.07 0.002 0.002 0.01
Si -21.75 10.876 15.139 -0.003 0.009 -0.001
Si -18.972 -2.731 15.073 0.003 0.011 0.009
Si -16.279 -0.025 14.981 -0.003 -0.001 0.005
Si -13.572 2.722 14.931 0.002 -0.008 0.009
Si -16.293 5.447 15.019 -0.007 0 0.004
Si -13.563 8.165 14.96 0 0 0.009
Si -16.251 10.87 15.014 0.013 0.002 0.004
Si -13.559 -2.745 14.932 0.006 0.01 0.007
Si -10.834 -0.004 14.828 -0.004 0.007 0
Si -8.104 2.75 14.826 0.002 -0.001 0.009
Si -10.821 5.47 14.884 0.02 0.017 0.009
Si -8.136 8.129 14.808 -0.013 0.004 0.007
Si -10.864 10.864 14.842 -0.004 -0.002 0
Si -8.11 -2.719 14.78 -0.007 -0.004 0.008
Si -5.37 0.025 14.786 -0.006 -0.001 0.005
Si -2.667 2.702 14.791 -0.006 0.003 0.003
Si -5.375 5.424 14.773 0.01 0 0.002
Si -2.649 8.165 14.807 -0.003 0.006 0.011
Si -5.374 -5.457 14.732 -0.009 0.002 -0.004
Si -2.647 -2.684 14.767 0.005 0 -0.005
O 0.947 -1.238 -6.354 0.204 0.262 0.06
O -1.838 -3.831 23.24 0.15 0.426 0.179
O 8.904 -6.439 22.334 0.161 0.377 -0.288
O 1.023 -1.718 22.896 -0.413 -0.179 0.022
O 4.385 2.003 22.802 -0.242 0.163 0.266
O 8.104 -0.096 25.472 -0.173 -0.006 -0.379
O -0.589 2.874 -6.295 0.502 -0.389 0.065
O 4.585 -3.108 22.536 -0.01 0.329 0.023
O 8.242 0.089 22.072 -0.01 -0.01 0.466
O 15.336 0.328 25.492 0.311 -0.089 0.225
O 9.805 2.047 22.884 -0.217 0.072 -0.103
O 6.722 1.574 23.952 0.126 -0.023 -0.263
O 9.856 7.505 22.89 0.287 -0.157 0.392
O 1.14 1.607 24.73 0.662 0.234 -0.288
O 10.038 -4.748 -4.554 -0.018 -0.228 0.217
O 24.998 -4.15 -1.306 0.255 0.154 -0.112
O 14.709 1.686 23.297 -0.449 -0.142 0.252
O 12.064 3.437 22.959 0.364 -0.157 0.196
O 15.547 7.071 22.99 0.136 -0.152 0.293
O 14.701 -7.212 24.396 -0.1 -0.027 -0.218
O 12.148 -3.348 -3.849 -0.324 0.035 0.43
O 11.638 -6.852 22.738 -0.092 0.005 0.557
O 16.687 -4.271 25.976 -0.003 0.03 -0.297
O 19.078 7.136 24.969 -0.142 0.502 -0.152
O 12.051 1.634 -5.581 0.412 -0.192 0.061
O 17.331 5.204 25.669 -0.085 -0.014 -0.43
O 19.533 0.548 22.913 0.039 -0.049 0.305
O 21.336 2.407 22.203 0.265 0.051 0.415
O 18.585 5.095 22.177 -0.211 -0.078 0.651
O 20.692 6.377 23.137 0.788 -0.013 -0.104
O 16.104 2.879 25.304 -0.402 0.286 -0.034
O 15.382 -4.588 -1.565 0.026 -0.097 -0.562
O 17.058 -7.109 23.208 0.211 -0.091 0.428
O 18.89 -5.407 22.392 0.144 -0.067 0.384
O 20.864 -1.151 24.974 -0.043 0.269 -0.019
O 22.537 -1.861 23.107 -0.117 -0.242 0.427
O 24.274 -0.087 22.269 -0.079 -0.078 0.711
O 25.031 5.286 22.738 0.074 -0.059 0.116
O 29.83 5.371 21.966 0.15 -0.048 -0.085
O 21.421 -6.363 -6.254 -0.085 -0.086 0.152
O 22.774 4.124 23.214 -0.122 -0.203 0.486
O 25.982 1.596 23.282 0.428 0.006 0.128
O 22.591 -6.757 23.443 -0.096 -0.146 0.143
O 24.476 -5.461 22.307 -0.169 0.161 0.141
O 24.691 -3.648 25.408 -0.189 -0.508 0.11
O 28.361 -0.017 25.64 -0.071 -0.028 0.038
O 28.223 -1.463 23.396 -0.07 -0.036 0.12
O 29.202 -7.413 -5.875 -0.356 -0.212 -0.026
O 28.237 3.897 23.406 -0.068 -0.064 0.147
O 28.308 4.578 -0.959 0.093 0.22 -0.045
O 31.166 7.029 23.289 0.42 0.17 0.348
O -28.717 -6.867 -5.464 0.157 0.426 0.111
O 26.982 -1.749 -5.803 -0.091 -0.031 -0.263
O -31.52 -7.454 23.294 0.003 -0.285 0.142
O 31.802 -3.841 23.363 -0.001 0.437 0.114
O -31.135 -0.758 -4.733 -0.314 0.426 -0.059
O -29.937 0.159 22.172 -0.037 0.01 0.508
O -28.429 2.314 22.916 -0.396 0.02 0.358
O -29.278 2.875 -6.416 -0.505 -0.255 0.336
O -31.516 3.392 23.099 0.059 0.022 0.526
O -26.101 -8.004 23.157 -0.057 -0.501 -0.104
O -32.486 -5.716 24.961 -0.089 -0.204 0.416
O -31.165 1.111 24.478 0.645 0.129 0.248
O -22.637 -6.897 -5.532 -0.133 0.423 0.021
O -23.975 -1.68 24.057 0.4 -0.247 -0.012
O 32.579 -5.418 0.174 -0.048 -0.092 0.099
O -24.498 5.425 22.325 -0.136 0.172 0.128
O -25.091 -4.054 24.616 -0.044 -0.353 0.346
O -22.868 -4.162 23.232 0.089 0.254 0.308
O -27.242 1.477 -5.514 0.318 0.134 -0.107
O -24.712 -2.118 -3.198 0.069 0.171 -0.581
O -18.019 -0.308 -2.94 0.376 -0.229 0.131
O -21.458 -2.516 22.102 0.278 -0.218 0.504
O -19.855 -0.659 23.054 0.14 -0.148 0.19
O -22.931 1.752 -1.237 0.033 0.339 -0.041
O -21.58 2.729 22.338 -0.168 -0.027 0.278
O -19.769 4.398 23.229 0.144 -0.39 0.353
O -16.121 5.439 25.564 0.246 0.136 -0.738
O -18.158 7.455 -1.036 0.359 0.075 -0.182
O -19.072 -5.483 22.132 -0.086 -0.223 0.152
O -17.717 -3.636 23.218 -0.194 0.767 0.109
O -11.863 -5.155 25.547 0.353 0.399 0.272
O -15.067 -1.864 23.132 -0.669 -0.1 0.16
O -13.353 -0.036 22.139 -0.112 0.037 0.193
O -12.905 1.931 24.557 -0.461 -0.356 -0.373
O -16.167 2.665 22.217 -0.13 -0.265 0.211
O -12.417 5.524 22.681 0.096 -0.781 -0.17
O -10.26 -2.331 21.988 -0.183 0.017 0.628
O -11.161 -4.436 23.085 0.317 -0.422 0.099
O -8.415 -5.189 -6.003 0.012 -0.115 -0.352
O -6.118 1.313 22.697 0.51 0.095 -0.088
O -13.413 1.286 -6.109 -0.66 -0.623 0.21
O -2.33 5.805 22.064 0.145 0.113 0.362
O -7.982 5.44 21.881 0.048 -0.013 0.292
O -4.787 -7.143 22.844 -0.07 0.461 0.397
O -9.753 4.395 -1.41 -0.334 0.172 -0.117
O -9.229 -6.948 23.099 0.418 0.198 0.662
O -7.89 -5.258 21.9 0.064 0.065 0.542
O -6.121 -3.557 22.658 0.004 -0.121 0.212
O -4.595 -1.528 23.073 -0.029 0.434 0.274
O -2.765 0.02 21.988 -0.076 0.016 0.616
O 3.731 7.641 26.045 -0.094 -0.55 0.33
O -0.366 7.973 22.128 -0.123 0.112 0.292
O -2.934 -5.598 21.918 -0.229 -0.034 0.413
O -16.761 6.461 -4.548 -0.03 0.651 0.383
O -3.02 -2.851 -4.223 -0.118 -0.118 -0.002
O -3.423 -7.046 -1.315 -0.307 -0.208 -0.127
O 30.04 -8.132 -3.485 0.214 0.294 -0.032
O 14.913 -2.312 25.571 0.049 -0.1 -0.701
O 8.647 5.403 25.823 -0.129 -0.056 -0.342
O 7.416 6.178 -5.894 0.235 -0.415 -0.071
O 13.746 2.608 -0.34 0.021 -0.066 -0.544
O -25.584 -4.552 -3.533 -0.016 -0.211 0.48
O 11.818 3.736 -4.035 0.036 0.247 -0.608
O 12.226 -1.407 -5.625 -0.385 0.298 0.047
O 7.891 8.017 25.438 0.304 -0.169 -0.077
O -6.782 -1.453 -2.943 0.423 0.054 -0.195
O 3.111 -6.963 -2.764 -0.038 -0.088 0.09
O 7.671 -5.591 -3.87 0.267 -0.2 0.157
O 25.301 8.038 -3.276 0.456 -0.091 0.539
O -20.492 6.788 -2.037 -0.245 0.018 0.111
O -2.378 -0.882 -5.854 0.195 0.649 -0.003
O -10.89 -5.415 -0.119 0.063 -0.18 0.135
O -22.008 5.361 -0.079 -0.329 -0.139 -0.403
O 13.636 -2.68 -0.621 0.093 0.132 -0.754
O 18.308 3.924 -1.309 0.087 0.036 -0.147
O 16.223 0.136 -3.651 -0.543 0.035 -0.103
O 14.097 4.769 -3.299 0.051 -0.243 0.054
O 17.299 -0.951 -1.434 -0.042 -0.387 -0.403
O -24.012 -3.947 -1.364 -0.442 -0.026 -0.084
O 20.814 -6.119 25.347 -0.635 0.363 -0.315
O -19.261 5.936 25.42 -0.338 -0.42 0.448
O 18.566 -0.622 -4.408 0.162 0.346 0.242
O 1.384 7.275 24.918 -0.155 -0.264 -0.315
O 18.595 -2.95 -5.403 0.111 -0.168 0.251
O 1.127 4.813 -6.161 0.016 0.284 -0.299
O 22.145 -3.334 25.266 -0.268 -0.269 0.074
O -3.062 3.659 -6.562 -0.292 -0.277 -0.19
O -22.018 -5.458 -0.452 0.116 -0.134 -0.437
O 27.002 -7.686 25.422 -0.141 -0.222 0.385
O 24.972 -2.152 -4.035 -0.17 -0.205 -0.385
O -9.879 -1.956 -4.109 0.215 -0.36 0.057
O 26.242 -3.776 23.289 0.426 0.049 0.198
O 30.335 7.643 25.651 -0.524 0.339 -0.187
O 20.395 -3.345 23.295 -0.366 0.081 0.519
O -31.879 -1.117 23.309 -0.388 -0.233 0.148
O 26.977 4.363 -3.134 0.267 -0.196 -0.226
O 30.703 -4.182 -1.067 -0.272 0.185 -0.096
O -6.445 -2.326 24.947 -0.008 0.039 0.255
O -30.604 -5.867 -3.773 0.357 0.205 -0.356
O 29.492 -2.406 25.491 0.293 -0.176 -0.284
O -28.365 5.35 -6.143 -0.075 0.006 0.385
O 21.024 3.317 -5.539 -0.388 0.316 -0.329
O 27.064 -6.281 -3.935 0.235 -0.331 0.057
O 24.555 -5.714 -3.431 0.154 -0.031 -0.212
O -24.782 7.636 25.569 0.373 0.117 -0.244
O -18.553 -0.656 25.35 -0.339 -0.209 0.189
O -16.542 0.065 -0.338 0.101 -0.041 -0.546
O 7.972 -4.066 -6.021 -0.301 0.188 0.003
O -11.505 -0.746 -2.526 -0.346 -0.168 0.367
O -24.593 0.388 25.429 0.074 0.634 0.322
O 2.738 0.064 22.027 0.184 -0.007 0.31
O -31.099 -7.917 -5.294 -0.002 -0.605 0.055
O -26.184 -6.612 25.355 0.094 0.536 -0.37
O -18.667 1.442 -1.118 -0.454 0.304 0.098
O -30.993 6.386 -2.361 -0.201 0.37 -0.246
O 27.92 4.71 25.968 -0.284 0.023 0.386
O -28.779 7.076 23.235 -0.238 0.807 -0.005
O -24.867 0.254 -1.98 -0.264 0.051 0.618
O -9.582 3.629 22.799 -0.541 -0.243 0.025
O 23.882 6.925 -5.135 -0.235 -0.509 -0.277
O -29.06 0.565 -3.816 -0.027 0.186 0.093
O -13.632 -2.666 -3.374 0.203 0.128 -0.35
O -28.709 -3.878 -1.388 0.344 -0.22 -0.532
O 24.599 0.808 25.393 -0.354 -0.288 -0.341
O 20.692 6.438 -1.387 -0.48 0.085 -0.427
O -26.243 4.548 -3.318 -0.06 -0.039 -0.47
O -18.944 1.266 -6.654 0.133 0.63 -0.1
O -22.931 -3.874 -3.753 -0.023 -0.516 -0.313
O -31.234 -6.613 -1.423 0.468 -0.356 -0.268
O 10.889 -2.542 22.13 0.142 0.087 0.106
O 5.706 -5.754 -0.241 -0.104 -0.131 -0.585
O 26.915 -2.332 25.411 -0.143 0.217 0.583
O -20.389 -3.837 -3.189 -0.166 -0.26 0.375
O -13.116 4.542 25.048 0.204 0.191 0.476
O 6.919 3.029 -3.868 0.496 0.066 -0.264
O -20.129 -7.081 -1.248 0.021 0.261 -0.334
O -20.658 3.461 25.787 -0.131 0.22 -0.287
O -13.343 -3.665 23.929 0.016 -0.217 -0.189
O -14.642 5.187 -3.753 0.503 0.236 0.091
O -16.253 8 22.168 -0.157 -0.18 0.441
O -6.582 7.319 22.97 -0.368 -0.277 0.156
O -14.806 4.697 23.061 -0.442 -0.008 0.275
O -14.585 -6.924 23.472 0.1 0.528 0.299
O -19.088 -7.814 25.776 0.082 0.006 -0.25
O 5.745 -6.917 25.937 0.045 0.414 -0.114
O -3.924 -0.431 -1.408 -0.246 -0.099 0.026
O 29.495 -0.938 -3.911 -0.09 -0.353 -0.308
O -14.175 -1.963 25.647 0.225 0.253 -0.183
O -4.686 -4.154 -5.877 -0.521 -0.165 0.012
O -11.236 1.426 22.689 0.32 0.08 -0.325
O -9.267 7.203 24.605 -0.071 -0.219 0.084
O -2.155 -0.472 -3.324 0.278 -0.21 -0.142
O 22.239 2.365 -3.428 -0.193 -0.463 0.53
O -3.78 1.662 -3.18 -0.083 -0.053 -0.123
O -0.256 -5.516 26.023 0.437 -0.236 -0.173
O -8.504 3.029 -3.374 -0.208 -0.292 0.239
O 2.77 0.143 -3.189 -0.499 0.133 -0.137
O 3.503 3.674 -6.889 -0.215 -0.539 0.451
O 8.481 -2.803 25.44 -0.34 0.106 0.314
O 26.321 1.833 -1.347 -0.144 0.417 -0.438
O 7.402 -1.621 -1.401 0.609 0.306 -0.156
O -13.835 -7.592 -2.658 0.051 -0.237 -0.386
O -20.499 0.503 -2.868 -0.448 -0.237 0.363
O -23.979 -7.883 -3.392 -0.031 0.277 -0.094
O 15.871 -3.009 22.214 -0.089 0.174 0.329
O 31.787 -0.837 -2.657 0.328 0.036 -0.546
O 29.952 3.757 -5.854 -0.739 0.075 0.332
O -1.925 1.356 -1.405 0.132 0.71 0.002
O 20.934 -4.622 -4.494 -0.082 -0.386 -0.104
O 6.785 1.182 -5.86 0.289 -0.233 0.062
O -9.365 -5.758 -3.606 -0.242 0.426 -0.084
O -5.454 4.978 24.874 -0.451 -0.148 0.115
O 26.157 -0.382 -2.728 0.252 -0.166 -0.193
O -12.585 -4.018 -1.429 -0.08 0.202 -0.123
O 12.174 4.256 -1.463 -0.38 0.253 -0.114
O 0.499 3.641 -3.921 -0.184 -0.276 0.391
O 5.912 -6.762 -5.48 -0.204 0.132 0.262
O 18.362 5.994 -5.819 0.177 -0.267 0.259
O -27.626 0.261 -0.116 -0.128 0.128 -0.216
O -17.708 -0.753 -5.525 -0.43 -0.469 -0.429
O 1.994 -2.187 -4.131 0.242 -0.254 -0.104
O 30.832 -3.111 -3.388 0.294 0.119 -0.81
O -19.545 -2.299 -0.331 0.127 0.027 -0.567
O 3.415 5.984 -5.781 0.214 0.5 -0.223
O 1.095 -3.861 -5.953 -0.335 0.026 0.17
O 3.157 -5.342 22.152 -0.328 -0.272 -0.383
O -26.327 -2.278 23.053 -0.703 -0.37 -0.011
O 29.654 6.381 -5.425 -0.326 -0.116 -0.066
O -27.679 -4.19 -5.426 -0.13 0.055 0.099
O 15.686 -6.892 -5.871 -0.384 -0.219 0.358
O 1.783 -1.681 -1.529 -0.029 -0.539 -0.187
O -29.113 7.362 -0.789 -0.073 0.539 0.035
O 17.967 3.57 -6.788 0.698 0.122 0.203
O -6.511 7.527 -3.85 0.41 -0.292 -0.072
O 2.513 5.312 -3.394 -0.216 0.398 -0.001
O -16.262 -6.997 -3.465 0.166 -0.297 -0.179
O 7.364 5.605 -3.34 0.176 -0.066 0.586
O -25.024 -4.145 -5.944 0.35 0.272 0.369
O 17.571 -6.007 -1.205 0.561 0.653 -0.14
O 2.577 -5.936 -5.19 0.404 -0.709 -0.096
O 16.364 4.619 -4.82 0.209 -0.489 0.405
O -7.293 7.198 -1.361 0.054 0.167 -0.104
O 9.5 1.108 -1.555 0.009 -0.065 -0.332
O 26.884 -5.024 25.547 0.083 -0.198 -0.266
O 20.867 5.4 25.681 -0.004 -0.455 -0.253
O 7.869 -6.438 -7.189 0.549 -0.512 -0.329
O 5.122 1.152 -3.794 0.063 -0.105 -0.145
O -6.915 0.993 -4.025 0.177 -0.189 -0.403
O -3.847 3.986 23.04 -0.307 -0.162 0.059
O 15.464 -7.237 -1.957 -0.321 0.006 0.477
O 16.613 7.679 25.357 -0.231 -0.141 0.251
O -2.754 -7.959 -3.653 0.105 -0.561 -0.268
O 28.279 1.173 -2.977 0 0.562 0.11
O -7.747 -3.72 -3.917 -0.148 0.43 0.004
O -15.853 8.052 25.498 -0.402 0.285 0.044
O -28.402 5.862 -2.756 -0.181 -0.685 -0.262
O -4.769 -7.409 -5.279 0.286 -0.246 -0.258
O 5.705 -7.026 -2.87 -0.12 0.099 0.354
O -32.362 8.165 25.764 0.223 -0.346 0
O -16.426 5.554 -0.402 -0.194 0.058 -0.065
O -19.573 1.525 24.612 -0.481 0.289 -0.166
O 12.38 -5.889 -4.094 0.448 0.175 0.021
O 23.07 -8.073 -7.056 -0.003 -0.101 -0.225
O -20.591 -5.708 25.78 -0.211 0.584 0.148
O 0.31 -0.805 25.296 -0.557 -0.077 0.027
O 31.744 1.43 -1.319 -0.295 0.52 -0.338
O 29.962 0.077 22.331 0.181 0.048 0.057
O -7.343 3.009 -5.712 0.546 0.244 -0.379
O 28.134 0.555 -5.565 -0.218 0.679 -0.02
O 19.02 -2.684 -0.51 -0.178 0.01 -0.288
O -11.259 -7.099 -2.341 -0.049 0.589 0.352
O -14.608 3.888 -1.436 0.375 -0.026 -0.044
O 0.447 -3.349 24.822 -0.14 -0.453 -0.666
O -7.136 6.53 26.023 -0.023 0.198 0.077
O -27.137 -5.536 -0.27 0.085 0.276 -0.479
O 8.583 -3.909 -1.155 0.103 -0.134 -0.216
O -21.781 -8.013 25.225 0.093 -0.435 0.565
O 25.981 4.13 -5.587 0.092 0.045 0.158
O -13.649 -4.664 -6.209 -0.126 -0.19 0.345
O 20.133 2.01 -1.12 0.214 -0.176 -0.052
O -0.784 5.75 25.439 -0.2 0.075 -0.155
O -24.543 2.602 -3.14 0.364 0.01 -0.634
O -31.228 -3.952 -2.152 -0.496 0.319 0.091
O -31.234 -3.466 24.744 0.014 0.156 -0.098
O -26.133 3.542 23.267 0.2 -0.124 0.382
O 27.232 -3.616 -3.884 0.295 0.252 0.392
O 30.365 1.475 -4.594 0.428 0.066 0.25
O 13.598 5.473 22.198 -0.226 -0.144 0.45
O -11.144 -2.686 25.101 -0.019 0.075 -0.087
O -14.942 -1.773 -1.311 -0.113 -0.585 0.042
O 28.686 -4.89 -5.607 0.068 0.538 -0.279
O 0.938 3.374 22.751 -0.199 0.2 0.258
O 29.338 -5.181 -3.103 -0.102 -0.471 0.103
O -19.106 6.259 -5.772 -0.459 0.075 0.313
O 0.085 -0.002 -0.489 -0.077 0.154 -0.212
O 5.039 -2.881 25.052 0.324 0.123 0.476
O 14.488 -2.484 -4.807 0.478 -0.016 0.37
O 29.298 2.536 25.386 0.546 -0.198 -0.208
O 16.335 -0.986 -6.001 -0.125 -0.059 -0.51
O -30.041 -5.52 22.331 0.055 -0.148 -0.034
O -0.554 -2.273 -4.509 0.113 -0.367 0.113
O 24.798 3.448 24.709 0.388 0.07 0.198
O -27.118 2.088 -2.947 -0.532 0.104 0.202
O -1.33 5.105 -5.187 0.364 0.422 0.3
O -13.873 6.966 24.246 0.446 -0.074 -0.036
O -21.1 -6.993 22.926 -0.246 0.142 0.395
O 24.703 5.283 -3.464 -0.307 -0.14 0.393
O -18.058 -3.136 25.813 -0.622 -0.446 0.246
O -23.764 5.073 -5.079 -0.616 -0.218 0.198
O 19.068 -8.095 -0.477 0.196 -0.125 -0.319
O 31.995 5.366 -5.971 0.297 0.358 -0.34
O -20.13 4.183 -1.315 0.208 -0.542 -0.039
O -28.922 -3.46 26.033 0.002 0.241 -0.045
O -23.241 -5.877 25.057 -0.112 -0.178 0.247
O -23.598 7.119 -1.173 0.304 0.017 -0.425
O -26.654 -0.418 -3.743 -0.112 -0.405 -0.398
O 23.274 2.024 -5.788 0.528 -0.037 -0.378
O -12.479 1.476 -1.397 -0.13 0.402 -0.165
O -32.388 -0.557 -0.292 -0.345 0.363 0.36
O 15.704 6.833 -3.483 0.5 0.179 -0.17
O 21.704 7.775 25.069 0.041 -0.185 0.242
O 8.172 5.519 22.181 0.06 -0.018 0.596
O -0.806 -4.21 -1.533 -0.136 0.262 -0.527
O -10.609 4.667 -3.795 -0.546 -0.046 0.324
O -11.008 -4.982 -6.471 -0.162 -0.131 -0.263
O 12.902 -0.626 25.727 0.035 0.08 0.271
O 30.828 1.665 -7.222 -0.393 -0.337 0.068
O -11.355 -7.531 24.508 -0.539 0.173 -0.076
O 2.638 -1.983 25.018 0.198 0.407 -0.07
O -16.395 3.24 -3.164 -0.039 -0.322 0.661
O -21.621 -0.262 -0.222 0.195 -0.039 -0.238
O -11.998 7.367 -3.92 0.481 -0.381 0.171
O -6.703 0.736 -1.419 0.148 -0.073 0.055
O -10.265 2.418 24.924 0.006 0.154 0.275
O -13.781 -8.07 0.048 0.022 -0.015 -0.067
O 12.378 -0.725 23.148 0.254 0.404 -0.018
O 24.883 2.682 -3.757 0.37 -0.227 0.14
O -6.814 -6.18 -4.176 0.148 0.175 0.424
O 17.426 1.296 -5.791 0.099 0.346 0.228
O -25.975 6.972 -2.227 -0.431 -0.148 0.329
O -0.929 -6.67 -2.352 0.172 -0.071 -0.23
O 26.127 6.052 -1.137 -0.312 0.021 0.104
O -3.549 4.264 -4.077 -0.231 0.461 0.196
O -7.054 -3.598 -1.391 -0.742 -0.054 -0.044
O 20.395 -2.402 -3.415 0.238 0.586 0.176
O 19.591 2.976 -3.419 -0.196 -0.149 -0.509
O 3.846 -4.524 -3.539 0.097 -0.001 -0.379
O 13.519 -8.11 -3.477 0.008 0.009 -0.693
O -9.584 -1.981 -1.336 0.002 -0.596 -0.083
O -20.478 6.87 23.331 0.026 0.041 -0.441
O 6.362 -1.341 23.169 0.16 0.375 0.302
O 0.931 -5.926 -0.665 0.393 0.142 0.276
O -27.327 5.374 -0.17 0.269 -0.067 -0.602
O -21.54 -1.589 -4.048 0.183 -0.085 -0.245
O 32.64 3.027 25.433 -0.017 0.489 0.073
O -11.909 -2.718 -5.643 -0.64 0.404 -0.053
O -17.956 -5.562 25.077 0.271 -0.201 -0.27
O -5.532 5.463 -0.481 -0.171 0.101 -0.147
O -17.855 3.434 25.233 0.104 -0.158 -0.162
O 11.812 6.154 -3.067 0.375 0.159 0.037
O -11.746 5.915 -5.917 -0.051 -0.092 -0.451
O -21.504 4.758 -3.461 -0.135 -0.321 0.199
O -30.08 -6.838 25.451 0.451 -0.156 -0.481
O -9.034 7.979 -3.226 -0.327 -0.313 -0.565
O -3.985 3.704 -1.579 0.172 -0.009 -0.077
O 23.593 5.867 24.864 -0.538 0.424 -0.057
O 1.613 3.698 -1.521 0.119 -0.315 -0.001
O 0.015 5.537 -0.55 0.159 0.162 -0.391
O -1.701 7.303 -1.439 -0.12 -0.217 -0.469
O -18.2 -4.064 -1.594 0.529 -0.215 -0.06
O 31.693 -3.632 26.015 0.454 0.051 0.076
O -25.227 -7.126 -1.145 0.259 0.256 -0.238
O 20.444 7.613 -6.02 0.215 -0.371 0.443
O 11.829 -0.59 -1.021 -0.619 0.516 0.109
O -26.032 -1.818 25.679 -0.611 -0.18 0.335
O 23.219 -6.592 26.066 0.048 0.307 0.021
O 5.559 -0.041 -0.429 0.09 -0.101 -0.571
O -28.219 4.697 24.268 -0.297 -0.108 -0.046
O 6.166 4.202 -1.558 -0.706 -0.024 -0.18
O 17.764 1.537 -2.127 0.269 -0.111 -0.109
O 4.976 4.757 -3.918 -0.156 -0.449 -0.052
O -12.108 -7.816 -6.319 -0.103 0.533 0.299
O 21.41 4.878 -3.394 -0.091 0.251 -0.683
O -29.359 -8.103 -3.289 0.375 0.209 -0.031
O 7.66 8.125 -4.129 0.332 0.001 -0.146
O -3.499 -5.458 -3.965 0.352 0.057 0.337
O 18.069 -7.767 -5.08 0.228 -0.189 0.4
O 8.103 2.846 -0.42 0.246 0.094 -0.382
O -21.178 0.703 -5.448 -0.193 0.027 -0.083
O -17.613 0.665 23.155 0.14 -0.22 0.08
O -29.745 -1.805 -2.792 0.021 0.052 0.006
O 4.551 7.407 -1.385 0.202 -0.093 -0.243
O -24.379 7.513 -5.85 -0.459 0.198 0.027
O 12.549 -6.763 -1.532 0.614 -0.089 -0.188
O 6.108 -3.721 -2.273 -0.108 -0.416 -0.164
O 10.711 -5.316 -0.507 0.049 0.029 -0.36
O -26.234 -6.413 -5.372 0.086 -0.231 0.361
O 24.41 2.958 -0.276 0.005 -0.164 -0.38
O 17.847 -5.342 -5.945 0.593 -0.246 0.145
O 6.239 3.926 22.935 0.126 0.33 0.434
O 7.739 0.55 -3.519 -0.345 -0.659 0.13
O -25.826 3.377 -0.998 0.235 -0.474 -0.125
O 9.606 6.852 -1.663 -0.326 -0.512 -0.135
O 12.136 1.372 -2.921 0.29 0.305 0.225
O 23.831 -1.259 -1.697 -0.148 -0.125 -0.031
O 28.532 6.913 24.004 -0.173 -0.349 -0.198
O 27.743 -0.141 -0.679 -0.162 0.243 0.386
O -27.279 7.717 -6.858 0.142 0.124 -0.409
O -15.183 2.976 25.475 -0.182 -0.506 -0.388
O 21.869 0.119 -0.549 0.204 0.183 -0.448
O 22.743 -3.898 -2.732 0.129 0.517 -0.149
O -9.642 4.274 -6.146 0.284 0.364 -0.105
O -4.946 2.509 24.782 0.406 -0.139 0.454
O -22.097 6.986 -4.698 0.278 0.102 -0.139
O 24.595 8.12 -0.376 0.141 -0.165 -0.291
O 23.161 -6.093 -1.246 -0.427 0.036 -0.194
O -15.606 -6.505 -1.001 -0.321 0.117 -0.098
O -15.768 -3.899 24.805 -0.016 -0.405 0.049
O -5.854 3.301 -3.475 -0.16 0.371 0.029
O -2.301 -6.713 -5.954 0.597 -0.012 0.258
O -28.868 -3.528 23.47 0.477 0.025 0.366
O 1.2 -5.167 -3.099 -0.113 0.32 -0.291
O -8.228 -0.229 21.954 0.087 -0.214 0.072
O -11.86 1.344 -3.978 0.647 0.101 -0.138
O -7.675 2.471 24.339 0.014 0.186 -0.039
O 32.232 5.528 -0.941 -0.319 -0.532 0.185
O 27.119 -5.493 -0.438 0.075 0.031 -0.614
O 14.126 -4.891 25.386 -0.285 0.244 -0.457
O -4.854 7.481 24.925 0.679 0.14 0.044
O 4.965 3.215 25.068 -0.102 0.782 0.083
O -6.677 -7.054 24.807 -0.125 0.161 -0.186
O 29.628 -1.754 -1.389 0.157 -0.173 -0.035
O -30.353 -2.282 -0.313 0.332 -0.001 0.23
O 30.184 5.052 24.801 0.286 0 0.045
O -29.625 2.298 -0.156 -0.114 -0.119 -0.577
O -31.114 3.929 -1.378 0.198 -0.586 -0.608
O 10.349 -0.504 -3.253 -0.007 -0.33 -0.027
O 18.578 -0.221 25.373 -0.257 -0.085 0.123
O -29.754 -1.315 24.742 0.5 0.291 -0.035
O 16.7 -5.797 -3.683 -0.246 0.27 -0.326
O 14.326 6.942 -1.235 -0.528 0.064 0.039
O -3.591 6.184 -6.05 -0.162 0.299 0.447
O 4.132 -2.04 -2.676 0.647 0.126 -0.137
O 25.565 -3.931 -5.869 0.293 -0.35 0.168
O 15.373 0.818 -1.275 -0.06 -0.131 -0.507
O -5.244 -3.586 -3.292 0.244 0.134 0.191
O -30.347 -4.797 -6.229 0.048 -0.466 0.343
O 10.048 -6.799 24.669 -0.45 0.456 0.354
O 16.145 -3.473 -6.542 -0.23 -0.459 -0.269
O -10.709 7.463 22.369 0.142 -0.026 -0.008
O -1.962 -3.509 25.822 -0.025 0.293 0.294
O -0.799 1.405 22.944 0.053 -0.375 0.334
O -14.161 7.169 -5.36 -0.395 0.668 -0.217
O -8.181 2.648 -0.365 -0.168 0.2 -0.418
O 6.913 -3.85 23.529 -0.028 -0.355 -0.474
O -30.829 4.673 -5.451 0.275 0.116 0.211
O -17.615 -7.169 -5.636 0.434 -0.343 -0.125
O -8.911 -1.278 25.333 0.082 0.122 -0.33
O -29.672 6.367 25.66 -0.621 -0.016 -0.315
O -18.858 5.335 -3.298 0.484 -0.141 0.022
O 13.046 -1.02 -3.19 0.645 0.021 0.15
O -30.05 5.273 22.053 -0.068 0.042 -0.079
O 10.372 3.692 24.847 0.327 0.46 0.002
O -18.779 -7.893 -3.356 -0.049 -0.314 -0.259
O 2.564 -8.03 -0.2 -0.2 -0.253 -0.208
O -13.924 -0.035 -3.001 -0.288 0.259 -0.086
O -10.623 -0.626 -6.347 -0.5 0.122 -0.077
O -25.795 5.533 -6.785 -0.079 -0.343 -0.239
O -1.025 -7.951 25.383 -0.31 -0.059 -0.517
O -18.704 2.167 -3.652 -0.283 0.274 -0.196
O -9.438 -2.885 -6.539 0.353 0.313 -0.387
O 26.787 2.094 25.76 -0.006 0.4 0.19
O -22.965 0.595 -3.677 -0.189 0.019 -0.54
O -32.095 -3.036 -5.68 -0.28 0.129 0.543
O 29.918 2.74 -0.141 -0.154 -0.124 -0.411
O 1.002 -6.252 23.165 -0.235 0.244 0.237
O 10.85 -7.799 -3.256 -0.522 0.243 -0.143
O -5.391 -5.433 -0.498 0.016 0.074 -0.121
O 2.603 5.202 21.991 -0.095 -0.221 0.477
O -8.153 5.545 -3.218 0.463 -0.107 -0.482
O -7.266 -7.825 -6.155 -0.04 -0.096 0.043
O -10.85 -0.014 -0.065 0.013 0.104 -0.218
O -17.945 6.271 23.114 0.52 0.01 0.515
O -29.526 -2.374 -6.075 0.37 0.397 -0.092
O -12.221 6.925 -1.4 -0.012 -0.62 -0.253
O 7.852 -5.503 25.223 0.109 0.001 0.493
O 28.621 -7.277 -1.39 0.123 0.41 -0.371
O -8.967 -6.789 -1.179 0.443 -0.262 -0.265
O 28.244 6.643 -2.516 0.089 -0.094 -0.362
O 12.062 -4.429 -6.249 0.27 -0.157 -0.038
O -18.167 -2.761 -3.927 0.024 -0.114 -0.365
O 4.308 7.313 -3.896 0.32 0.186 -0.409
O 9.577 6.449 -4.317 0.176 -0.155 -0.52
O 10.455 -1.061 25.012 0.015 -0.278 -0.256
O 20.729 -1.339 -5.722 0.4 -0.001 0.129
O 17.136 1.095 23.714 0.014 0.101 -0.579
O 32.411 2.883 -5.413 0.384 -0.486 -0.005
O -26.774 6.716 -4.618 0.358 0.301 0.016
O 2.871 -4.545 24.573 -0.159 -0.007 0.314
O 31.786 1.717 23.257 -0.278 0.229 0.207
O -17.772 4.078 -5.231 -0.216 -0.11 -0.622
O 29.91 -5.39 22.334 -0.107 0.012 0.223
O 17.738 -1.408 23.2 -0.097 -0.516 0.617
O -2.614 -2.595 -0.583 0.179 -0.003 -0.164
O -21.438 4.671 -6.081 0.565 -0.349 0.105
O -11.189 -0.069 24.839 -0.129 -0.194 -0.176
O 16.428 3.137 22.061 0.058 0.051 0.268
O -8.939 0.069 -2.713 -0.168 0.597 0.116
O 14.298 6.034 -5.59 -0.693 0.178 0.18
O 28.125 -6.942 23.225 0.282 0.105 0.295
O 3.813 -4.082 -1.043 -0.462 -0.166 0.209
O -13.493 -7.238 25.856 -0.253 0.075 0.468
O 16.359 5.439 -0.454 0.178 0.159 -0.493
O 11.608 1.341 24.599 0.031 0.249 0.475
O 26.192 7.6 23.148 -0.318 0.242 0.134
O -22.914 0.808 23.368 0.493 0.112 0.518
O 22.657 4.743 -1.082 0.126 -0.176 -0.313
O 32.081 -5.461 -2.903 -0.162 -0.367 -0.178
O -26.393 -1.644 -1.293 -0.136 -0.154 -0.173
O -22.974 7.41 23.077 -0.384 -0.011 0.285
O 3.971 1.724 -1.449 -0.127 0.631 -0.234
O -12.085 3.42 -5.602 -0.267 0.021 -0.546
O -12.213 -4.748 -4.025 0.44 -0.48 0.094
O -2.619 -5.837 24.907 -0.634 -0.259 -0.341
O 12.441 -7.078 25.635 0.232 0.059 -0.196
O 18.706 2.984 26.008 0.275 0.023 -0.587
O 2.929 2.705 -3.595 -0.158 0.081 -0.672
O -8.748 4.692 24.991 0.321 0.007 -0.126
O -20.116 -6.943 -6.128 -0.06 -0.039 0.683
O 3.145 -7.067 24.211 0.278 0.106 0.226
O -9.505 1.581 -6.158 -0.19 -0.236 0.544
O -0.834 3.322 24.651 -0.266 0.032 -0.15
O -27.185 7.059 25.17 -0.021 -0.405 0.323
O 30.399 7.305 -1.034 -0.248 0.513 0.138
O -6.171 0.433 25.189 0.296 -0.63 -0.391
O 21.095 1.015 -6.909 -0.316 0.121 -0.117
O 9.873 1.936 -4.071 -0.692 0.305 -0.376
O -32.588 4.663 -3.472 -0.376 -0.033 0.049
O 23.844 0.272 -3.841 -0.42 -0.078 -0.258
O -31.232 0.43 -2.42 0.293 0.601 0.18
O -18.316 -5.363 -3.846 -0.202 0.131 -0.33
O 13.713 -5.132 22.132 0.184 -0.218 0.217
O 6.667 -7.107 23.43 -0.357 -0.09 -0.051
O -25.287 0.102 22.773 -0.257 0.598 -0.222
O -16.712 1.692 -5.315 0.491 -0.078 0.044
O 3.692 6.881 23.473 0.309 0.011 0.584
O -27.521 2.392 25.292 -0.374 -0.133 -0.103
O -15.884 -1.517 -3.811 0.152 -0.358 -0.131
O -3.029 4.262 25.571 -0.175 0.235 0.299
O -14.55 -5.063 -2.886 -0.266 0.41 0.138
O 22.98 -4.147 -6.057 0.025 0.13 0.396
O 7.854 -7.793 -0.486 -0.08 0.263 -0.098
O 31.635 8.106 -5.54 0.307 -0.206 -0.091
O 22.937 6.911 -2.624 -0.215 0.405 0.435
O 20.464 -4.423 -1.734 -0.28 -0.258 -0.334
O 9.448 -4.157 23.405 0.531 -0.241 0.307
O 8.207 2.632 25.825 0.168 0.182 -0.125
O -15.447 5.175 -6.343 0.252 -0.412 -0.103
O -4.241 -3.735 24.474 -0.101 -0.164 0.344
O 8.231 -3.042 -3.585 0.299 0.509 -0.406
O 25.162 -7.157 -5.602 0.082 0.406 -0.402
O -21.18 -3.547 -5.708 0.194 -0.26 -0.079
O -13.966 2.72 -3.85 -0.247 -0.183 -0.136
O -24.657 -5.907 22.764 0.262 -0.229 -0.202
O 32.617 -5.78 -5.689 -0.378 0.09 0.395

Results
total energy: -406617.463 eV
total energy less fixed offsets of O -438.25, Si -107.07 eV per atom: -4.663 eV
